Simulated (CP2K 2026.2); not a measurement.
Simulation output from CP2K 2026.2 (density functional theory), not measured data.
Periodic cell of 2016 atoms, Si1440O576, from a study of silicon, its oxide and their interface. The atomic structure is a simulated model.
Doubt: the forces sum to 2.35 eV/angstrom along one axis rather than to zero, so they err by at least 0.0012 eV/angstrom per atom on average; the grid cutoff is modest.

Settings: functional PBE; method Gaussian and plane waves; basis set DZVP-MOLOPT-SR-GTH; pseudopotentials GTH-PBE; grid cutoff 300 Ry, relative cutoff 40 Ry; k points Gamma only; occupations fixed; spin none; net charge 0.

Cell vectors (angstrom)
a 65.28 0 0
b 0 16.32 0
c 0.5516 0.9357 33.5251

Atoms and the computed forces on them: element, x, y, z (angstrom), force x, y, z (eV/angstrom)
Si 1.074 -1.178 -0.218 0.289 -0.312 0.732
Si 4.274 0.906 -0.223 -0.106 0.291 0.737
Si 1.206 4.099 -0.304 0.037 0.027 0.774
Si 4.226 6.431 -0.063 -0.066 0.213 0.757
Si 0.933 -6.673 -0.017 0.185 -0.043 0.712
Si 3.938 -4.246 -0.367 0.09 0.035 0.738
Si 6.545 -1.275 -0.233 0.147 -0.116 0.667
Si 9.672 1.133 -0.047 -0.087 0.158 0.756
Si 6.507 4.29 -0.118 0.134 -0.154 0.789
Si 9.334 6.904 -0.085 0.193 -0.157 0.785
Si 7.075 9.077 -0.198 -0.24 0.294 0.817
Si 9.808 11.852 -0.199 -0.234 0.241 0.729
Si 11.854 -1.127 -0.267 0.314 -0.159 0.758
Si 14.757 1.676 -0.236 0.078 -0.209 0.748
Si 12.484 3.884 -0.351 -0.183 0.153 0.73
Si 15.36 6.699 0.047 -0.325 0.021 0.67
Si 12.238 9.781 -0.18 0.096 -0.395 0.646
Si 15.151 11.97 0.068 -0.03 0.222 0.679
Si 18.022 -1.517 0.003 -0.228 0.048 0.705
Si 20.57 1.267 0.127 -0.244 0.275 0.667
Si 17.514 4.404 0.171 0.063 -0.181 0.722
Si 20.654 6.495 -0.002 -0.056 0.198 0.697
Si 17.344 9.795 0.225 0.143 0.028 0.731
Si 20.205 12.661 0.263 -0.122 -0.095 0.619
Si 22.883 -0.91 0.143 0.248 -0.381 0.733
Si 26.062 1.117 0.137 -0.111 0.293 0.743
Si 22.88 4.31 0.164 0.152 0.001 0.697
Si 25.694 7.097 -0.169 0.108 -0.207 0.671
Si 23.474 9.337 -0.122 -0.243 0.031 0.686
Si 25.748 -4.063 -0.072 0.124 0.133 0.73
Si 28.365 -1.014 0.027 0.161 -0.297 0.757
Si 31.081 1.667 0.08 0.133 -0.024 0.765
Si 28.913 3.907 0.076 -0.206 0.084 0.69
Si 31.126 7.179 0.265 0.305 -0.425 0.691
Si 28.835 -6.998 0.149 -0.284 0.398 0.641
Si 31.841 -4.426 0.056 -0.294 0.118 0.71
Si 34.357 -1.582 0.302 -0.251 0.131 0.746
Si 37.082 0.896 0.185 -0.099 0.303 0.707
Si 34.151 4.327 -0.172 -0.035 -0.151 0.773
Si 37.252 6.523 0.233 -0.265 0.169 0.748
Si 33.824 -6.813 0.436 0.145 -0.008 0.606
Si 36.479 -3.918 0.232 0.327 -0.223 0.738
Si 39.398 -1.264 0.193 0.139 -0.297 0.649
Si 42.246 1.057 0.028 -0.069 0.226 0.67
Si 39.459 4.29 0.369 0.072 -0.238 0.7
Si -22.531 6.137 0.088 -0.141 0.281 0.694
Si 39.663 -6.833 0.054 -0.002 -0.003 0.768
Si -22.872 -4.308 0.169 -0.175 0.197 0.786
Si -20.777 -1.1 0.081 0.2 -0.001 0.696
Si -18.091 1.831 0.016 0.089 -0.189 0.659
Si -20.296 3.963 0.473 0.086 -0.079 0.465
Si -17.62 6.751 0.163 -0.244 0.159 0.728
Si -20.567 -6.462 0.193 0.078 -0.279 0.707
Si -17.442 -4.33 0.203 -0.047 0.157 0.697
Si -14.811 -1.436 0.085 -0.187 0.086 0.61
Si -12.152 1.305 0.138 0.274 -0.203 0.598
Si -15.482 4.469 0.165 0.299 -0.136 0.722
Si -12.016 6.565 0.149 -0.2 0.171 0.712
Si -15.257 -6.423 0.542 -0.184 0.01 0.566
Si -12.773 -3.784 0.108 0.229 -0.028 0.704
Si -9.163 -1.661 0.295 -0.368 0.118 0.731
Si -6.626 1.013 0.03 -0.092 0.125 0.801
Si -9.827 4.322 0.25 0.17 -0.028 0.728
Si -6.531 6.671 0.156 -0.399 0.134 0.741
Si -9.476 -6.846 -0.22 0.008 -0.095 0.64
Si -6.996 -4.002 0.203 0.322 -0.192 0.707
Si -4.339 -1.159 -0.2 0.168 -0.168 0.65
Si -1.06 1.205 -0.288 -0.418 0.252 0.647
Si -4.548 4.23 0.185 0.333 -0.084 0.687
Si -1.917 7.102 0.057 0.306 -0.296 0.84
Si -4.095 -6.96 0.194 -0.105 0.296 0.722
Si -1.178 -4.378 -0.036 -0.156 0.088 0.704
Si 2.689 -0.127 1.161 -0.007 -0.005 -0.018
Si 5.338 2.622 1.063 -0.019 -0.015 -0.013
Si 2.57 5.366 1.178 0.021 -0.012 -0.061
Si 5.43 8.048 1.158 -0.013 -0.001 -0.052
Si 2.688 -5.581 1.14 -0.036 0.024 -0.049
Si 5.284 -2.814 1.03 0.018 -0.04 -0.047
Si 8.086 -0.104 1.155 -0.017 0.005 -0.032
Si 10.922 2.747 1.105 0.021 -0.007 -0.038
Si 8.105 5.395 1.229 -0.022 0.005 -0.059
Si 10.98 8.133 1.067 -0.032 0.013 -0.047
Si 8.14 10.772 1.064 -0.004 -0.022 -0.056
Si 10.821 -2.759 1.103 0.012 -0.01 -0.059
Si 13.567 0.005 0.994 -0.014 -0.008 -0.068
Si 16.269 2.748 1.248 -0.019 -0.016 -0.075
Si 13.609 5.459 1.068 0.024 -0.027 -0.046
Si 16.311 8.202 1.539 0.01 0.005 -0.048
Si 13.611 10.852 1.377 -0.008 -0.01 -0.035
Si 16.363 -2.697 1.225 0.007 0 -0.07
Si 19.034 0.06 1.4 0.004 -0.031 -0.066
Si 21.712 2.801 1.479 0.017 -0.013 -0.028
Si 19.094 5.504 1.461 0.021 0.005 -0.066
Si 21.809 8.198 1.165 0.003 0.019 -0.06
Si 18.997 10.99 1.382 0.027 -0.025 -0.06
Si 21.783 -2.52 1.487 0.013 0.011 -0.012
Si 24.515 0.043 1.499 0 0.005 -0.018
Si 27.255 2.77 1.317 0.001 0.004 -0.042
Si 24.542 5.543 1.253 0.023 0.017 -0.038
Si 27.159 -8.11 1.323 -0.011 0.009 -0.017
Si 24.46 -5.403 1.333 -0.006 -0.043 -0.041
Si 27.224 -2.707 1.238 -0.009 -0.002 -0.074
Si 29.96 0.061 1.384 0.006 0.007 -0.056
Si 32.74 2.892 1.231 0.054 -0.011 -0.069
Si 30.048 5.436 1.408 0.011 0.032 0.004
Si 32.589 -8.163 1.8 0.014 -0.022 -0.023
Si 30.053 -5.384 1.329 0.023 0.031 -0.045
Si 32.734 -2.77 1.468 0.004 -0.005 -0.072
Si 35.475 -0.02 1.582 -0.006 -0.006 -0.057
Si 38.178 2.62 1.426 -0.007 -0.003 -0.051
Si 35.554 5.387 1.406 -0.033 0.024 -0.035
Si 38.356 -8.192 1.482 -0.007 0.045 -0.083
Si 35.447 -5.551 1.526 0.003 0.007 -0.013
Si 38.168 -2.822 1.454 -0.015 0.006 -0.024
Si 40.851 -0.054 1.546 0.007 -0.002 -0.054
Si -21.834 2.57 1.487 -0.024 -0.055 -0.025
Si -24.246 5.427 1.592 0 0.031 -0.035
Si -21.672 -8.264 1.302 -0.003 0.014 -0.044
Si -24.424 -5.444 1.5 0.011 0.003 -0.098
Si -21.79 -2.682 1.476 0.011 -0.023 -0.061
Si -19.138 0.104 1.304 0.013 -0.021 -0.063
Si -16.468 2.799 1.458 0.003 -0.022 -0.037
Si -18.989 5.491 1.625 0.024 -0.008 -0.04
Si -16.465 -8.092 1.586 -0.003 -0.029 -0.02
Si -19.029 -5.383 1.573 0.003 0.008 -0.04
Si -16.347 -2.637 1.426 0.007 -0.003 -0.036
Si -13.538 -0.05 1.46 -0.007 0.026 -0.03
Si -10.866 2.686 1.533 -0.003 0.012 -0.029
Si -13.693 5.459 1.38 0.005 -0.032 -0.008
Si -10.939 -8.015 1.306 0.029 -0.037 -0.029
Si -13.733 -5.184 1.722 0.019 -0.005 -0.005
Si -10.971 -2.779 1.309 0.006 -0.003 -0.043
Si -8.093 -0.037 1.537 -0.007 0.023 -0.076
Si -5.609 2.628 1.44 -0.002 -0.037 -0.037
Si -8.209 5.546 1.395 0.012 0.01 -0.028
Si -5.476 8.143 1.592 -0.012 -0.013 -0.059
Si -8.131 -5.662 1.379 -0.028 0.019 -0.038
Si -5.379 -2.714 1.299 0.012 0.03 -0.031
Si -2.751 0.069 1.04 0.031 0.031 -0.05
Si 0.026 2.683 1.17 -0.016 0.044 -0.077
Si -2.838 5.368 1.334 0.01 0.02 -0.04
Si -0.198 8.116 1.314 -0.005 0.004 -0.044
Si -2.773 -5.424 1.346 0.026 0.002 -0.054
Si 0.011 -2.775 1.169 0.002 0.021 -0.027
Si 1.37 1.302 2.531 0.015 0.016 0.012
Si 3.963 3.956 2.491 0.009 0.001 0.023
Si 1.271 6.76 2.563 0.014 0.01 0.003
Si 4.052 9.413 2.508 0.014 -0.006 0.007
Si 1.388 -4.132 2.532 0.005 -0.006 0.014
Si 4.023 -1.482 2.529 -0.006 -0.014 0.014
Si 6.738 1.315 2.475 0.012 0.03 0.032
Si 9.513 4.029 2.504 0.001 -0.014 0.008
Si 6.759 6.741 2.598 0.004 -0.002 0.03
Si 9.541 9.462 2.466 -0.001 -0.003 0.04
Si 6.723 12.157 2.384 0.016 -0.001 0.007
Si 9.446 -1.453 2.513 0.008 -0.01 0.022
Si 12.244 1.339 2.476 0.012 0.012 0.027
Si 14.906 4.121 2.569 -0.014 0.005 0.056
Si 12.242 6.763 2.49 0 -0.013 -0.01
Si 14.878 9.505 2.799 0.019 0.033 0.023
Si 12.194 12.282 2.564 -0.017 0.005 0.028
Si 14.918 -1.317 2.466 -0.018 0.014 0.015
Si 17.605 1.403 2.65 -0.005 0.03 0.006
Si 20.366 4.115 2.831 -0.025 -0.001 0.038
Si 17.741 6.863 2.793 -0.012 -0.011 0.041
Si 20.429 9.55 2.585 -0.003 -0.027 0.003
Si 17.639 12.313 2.738 0.006 0.048 0.016
Si 20.407 -1.215 2.832 -0.029 -0.01 0.045
Si 23.142 1.451 2.786 -0.008 0.016 0.01
Si 25.878 4.153 2.639 -0.025 -0.004 0.006
Si 23.144 6.873 2.637 -0.004 -0.006 0.017
Si 25.848 -6.734 2.705 0.012 0.013 0.023
Si 23.107 -4.039 2.697 0.004 0.02 0.011
Si 25.875 -1.412 2.725 0.026 -0.002 0.026
Si 28.581 1.404 2.746 -0.004 -0.011 0.027
Si 31.409 4.112 2.766 -0.002 -0.03 0.017
Si 28.556 6.811 2.676 0.008 0.015 -0.004
Si 31.224 -6.702 2.939 -0.036 0.044 0.031
Si 28.624 -4.021 2.631 -0.029 -0.029 0.027
Si 31.315 -1.352 2.712 -0.001 -0.002 -0.008
Si 34.044 1.466 2.69 -0.02 0.046 -0.004
Si 36.83 4.003 2.806 -0.015 0.003 -0.002
Si 34.125 6.719 2.813 0.002 -0.051 -0.001
Si 36.883 -6.87 2.808 0.004 -0.011 0.018
Si 34.079 -4.129 2.864 -0.008 -0.013 0.036
Si 36.839 -1.424 2.876 0.023 -0.036 0.02
Si 39.508 1.338 2.867 0.017 0.013 0.018
Si -23.048 3.976 2.926 0.001 -0.03 0.021
Si -25.627 6.807 2.9 -0.023 0.006 0.027
Si -23.049 -6.902 2.745 0.001 -0.002 0.043
Si -25.788 -4.123 2.864 0.021 0.013 0.016
Si -23.115 -1.408 2.907 0.002 0.008 0.024
Si -20.433 1.303 2.858 0.015 0.031 0.02
Si -17.668 4.113 2.962 -0.017 -0.006 0.042
Si -20.39 6.852 2.88 0.022 0.034 0.022
Si -17.771 -6.765 2.973 -0.006 -0.014 0.022
Si -20.382 -3.982 2.853 -0.002 0.005 0.023
Si -17.753 -1.261 2.696 -0.021 0.014 0.012
Si -14.982 1.393 2.702 0.011 0.021 -0.011
Si -12.343 4.065 2.774 0.019 0.025 0.023
Si -14.978 6.851 2.81 -0.01 -0.022 0.008
Si -12.279 -6.711 2.775 0.01 -0.018 -0.004
Si -15.078 -3.864 3.01 -0.038 0.001 0.037
Si -12.214 -1.412 2.815 0.027 -0.02 0.003
Si -9.478 1.35 2.842 -0.001 -0.015 -0.009
Si -6.925 4.071 2.762 -0.016 0.028 0.001
Si -9.565 6.937 2.732 -0.003 0.031 0.015
Si -6.833 -6.837 2.887 0.009 0.032 0.022
Si -9.573 -4.197 2.652 0.022 -0.019 0.029
Si -6.715 -1.425 2.79 0.016 -0.04 0.04
Si -4.059 1.325 2.619 0.019 -0.03 0.014
Si -1.36 4.024 2.571 0 -0.014 -0.003
Si -4.096 6.719 2.817 0.01 -0.023 0.042
Si -1.458 -6.823 2.72 -0.008 0.001 0.043
Si -4.072 -4.048 2.7 -0.014 -0.009 0.016
Si -1.414 -1.365 2.467 -0.02 -0.011 0.02
Si -0.035 -0.044 3.877 0.016 -0.009 -0.011
Si 2.681 2.646 3.94 0.001 -0.011 0.02
Si -0.033 5.394 3.959 -0.019 -0.01 -0.006
Si 2.676 8.101 3.902 0.005 -0.009 0.017
Si -0.003 -5.45 3.952 0.005 0.007 -0.01
Si 2.694 -2.793 3.942 0.003 -0.005 0.021
Si 5.39 -0.061 3.849 -0.018 0.003 -0.002
Si 8.124 2.661 3.848 -0.015 -0.003 -0.019
Si 5.354 5.344 3.866 -0.018 0.008 -0.011
Si 8.161 8.129 3.882 0.005 0.013 -0.016
Si 5.41 10.818 3.837 0.002 0.013 -0.012
Si 8.068 -2.816 3.835 -0.026 0.011 0.004
Si 10.839 -0.035 3.828 0.009 0.009 -0.009
Si 13.56 2.707 3.904 0.004 0 -0.026
Si 10.853 5.417 3.863 0.01 0.002 -0.004
Si 13.505 8.083 4.004 -0.009 -0.001 0.017
Si 10.828 10.86 3.878 -0.008 -0.01 -0.015
Si 13.579 -2.68 3.891 0.019 0.002 0
Si 16.241 0.003 3.94 0.008 -0.03 -0.001
Si 18.969 2.72 4.074 0.021 -0.008 -0.011
Si 16.287 5.44 3.991 -0.007 -0.019 -0.021
Si 19.108 8.239 4.061 0.031 0.016 0.016
Si 16.282 10.914 4.06 0.028 0.001 -0.013
Si 19.024 -2.662 4.081 0.003 -0.014 -0.011
Si 21.79 0.096 4.154 -0.004 -0.011 0.007
Si 24.533 2.813 4.064 0.003 0.014 0.02
Si 21.803 5.506 4.058 0.018 0.015 -0.021
Si 24.484 -8.113 4.048 -0.013 0.003 -0.018
Si 21.747 -5.424 4.014 -0.005 -0.011 0.018
Si 24.499 -2.735 4.081 0.002 0.001 0.003
Si 27.218 0.007 4.071 -0.006 0 -0.028
Si 29.983 2.744 4.082 -0.008 0.026 0.004
Si 27.224 5.466 4.057 -0.001 -0.005 0.001
Si 29.858 -8.157 4.137 -0.005 -0.003 0.007
Si 27.257 -5.392 4.03 0.016 -0.008 0
Si 29.94 -2.686 4.073 0.001 -0.02 0
Si 32.687 0.045 4.044 0 0.004 -0.004
Si 35.399 2.722 4.156 0.006 0.006 -0.016
Si 32.729 5.426 4.178 -0.002 0.005 0.024
Si 35.461 -8.199 4.149 0.012 -0.004 -0.008
Si 32.674 -5.412 4.23 0.004 0.017 0.012
Si 35.427 -2.748 4.201 0.01 -0.029 0.006
Si 38.153 -0.027 4.218 -0.013 -0.003 0.002
Si -24.452 2.686 4.26 -0.002 -0.023 0.016
Si -27.093 5.411 4.146 0.005 -0.012 -0.005
Si -24.364 -8.133 4.26 0.014 0.013 0.015
Si -27.139 -5.476 4.211 -0.006 -0.003 0.004
Si -24.472 -2.753 4.241 -0.025 -0.001 0.004
Si -21.746 -0.043 4.247 0.005 0.006 -0.022
Si -19.078 2.717 4.214 -0.022 0.013 -0.03
Si -21.711 5.424 4.219 -0.01 0.026 -0.026
Si -19.079 -8.144 4.302 0.018 -0.023 0.017
Si -21.731 -5.457 4.129 -0.017 -0.02 -0.055
Si -19.022 -2.626 4.177 0.012 0.015 -0.001
Si -16.342 0.047 4.09 0.011 -0.01 -0.011
Si -13.657 2.718 4.151 -0.013 0.014 0.018
Si -16.274 5.48 4.237 0.016 0.003 -0.018
Si -13.607 -8.106 4.141 -0.002 0.012 0.038
Si -16.369 -5.374 4.26 0.011 0.014 -0.016
Si -13.592 -2.624 4.278 0.004 -0.003 0.011
Si -10.866 -0.02 4.149 -0.01 -0.008 -0.008
Si -8.185 2.735 4.192 0.005 0.014 0.032
Si -10.924 5.489 4.061 -0.011 -0.008 -0.023
Si -8.209 -8.164 4.207 -0.013 -0.04 -0.002
Si -10.885 -5.431 4.154 -0.012 0.012 -0.005
Si -8.179 -2.797 4.037 -0.005 0 -0.026
Si -5.371 -0.013 4.077 0.004 0.019 -0.001
Si -2.711 2.686 3.978 -0.011 0.013 0.01
Si -5.495 5.378 4.117 -0.007 0.004 -0.005
Si -2.75 8.128 4.114 0.014 -0.007 0.008
Si -5.43 -5.407 4.096 0.015 -0.018 -0.003
Si -2.695 -2.679 3.993 0.013 0.033 -0.025
Si 1.394 -1.38 16.302 -0.002 -0.012 -0.005
Si 4.096 1.363 16.297 0.001 0.009 0.003
Si 1.434 4.054 16.31 -0.001 0.011 -0.003
Si 4.097 6.741 16.275 -0.002 -0.014 0.006
Si 1.386 -6.854 16.266 -0.02 -0.019 0.003
Si 4.096 -4.084 16.206 0.012 0.006 -0.015
Si 6.792 -1.374 16.227 0.006 0.007 -0.002
Si 9.458 1.266 16.209 -0.013 -0.007 -0.006
Si 6.724 3.994 16.204 -0.019 -0.02 -0.008
Si 9.49 6.76 16.169 0.007 0.018 -0.001
Si 6.785 9.446 16.195 -0.006 0.005 -0.008
Si 9.498 -4.099 16.204 0.013 0.011 -0.001
Si 12.176 -1.442 16.215 -0.014 0.001 -0.002
Si 14.851 1.287 16.186 -0.004 -0.012 0.006
Si 12.157 3.994 16.174 -0.01 -0.01 -0.01
Si 14.905 6.741 16.12 0.002 0 -0.005
Si 12.196 9.495 16.137 0.014 -0.007 -0.006
Si 14.853 -4.142 16.196 -0.017 -0.007 -0.001
Si 17.591 -1.419 16.172 0 0.001 -0.012
Si 20.327 1.325 16.234 0.008 0.004 0.002
Si 17.596 4 16.153 -0.001 -0.006 -0.013
Si 20.313 6.767 16.184 -0.015 0.002 -0.01
Si 17.589 9.441 16.144 -0.014 -0.015 -0.003
Si 20.344 -4.115 16.176 0.013 -0.007 -0.009
Si 23.096 -1.365 16.275 0.006 0.014 0
Si 25.768 1.351 16.359 -0.003 0.012 0.01
Si 23.039 4.012 16.272 -0.028 0.013 0.002
Si 25.763 -9.565 16.256 -0.01 -0.013 -0.012
Si 23.024 -6.822 16.212 -0.021 0.014 0.001
Si 25.793 -4.008 16.313 0.005 0.016 0.003
Si 28.495 -1.318 16.378 0.009 -0.008 0.005
Si 31.281 1.375 16.417 0.013 -0.013 -0.003
Si 28.527 4.049 16.38 0.007 0.005 0.019
Si 31.221 -9.492 16.338 0.004 0.008 -0.017
Si 28.577 -6.735 16.327 0.03 0.011 0.006
Si 31.227 -4.002 16.368 -0.005 0.002 0.009
Si 33.975 -1.31 16.449 0.014 -0.024 -0.008
Si 36.707 1.355 16.391 0.001 0.005 -0.003
Si 34.003 4.09 16.37 -0.009 0.01 0.006
Si 36.677 -9.567 16.294 -0.019 0 -0.018
Si 33.923 -6.79 16.315 0.011 -0.01 -0.009
Si 36.674 -4.053 16.316 0.007 -0.015 -0.014
Si 39.415 -1.357 16.405 0.029 -0.024 0.017
Si -23.096 1.379 16.387 -0.008 0.017 -0.015
Si -25.831 4.05 16.401 -0.011 0.007 0.012
Si -23.099 -9.501 16.336 -0.003 0.007 -0.012
Si -25.835 -6.79 16.272 0.005 -0.001 -0.022
Si -23.131 -4.038 16.346 0.024 0.004 -0.004
Si -20.372 -1.358 16.433 0.002 0.013 0.021
Si -17.643 1.376 16.429 0.025 0.007 -0.007
Si -20.373 4.085 16.382 -0.026 0.01 -0.002
Si -17.626 -9.442 16.351 -0.001 -0.001 -0.006
Si -20.43 -6.783 16.348 -0.019 0 -0.001
Si -17.652 -3.992 16.353 0.017 -0.007 0.005
Si -14.893 -1.309 16.397 0.014 0 0.001
Si -12.134 1.427 16.399 -0.001 0.024 0.008
Si -14.924 4.083 16.362 -0.02 0.008 -0.008
Si -12.146 -9.466 16.345 0.011 0.007 -0.001
Si -14.885 -6.73 16.335 -0.003 -0.011 -0.017
Si -12.163 -3.968 16.387 0.022 -0.001 -0.001
Si -9.42 -1.312 16.376 -0.002 0.005 -0.004
Si -6.742 1.408 16.363 0 0 -0.004
Si -9.429 4.103 16.401 -0.026 -0.005 -0.015
Si -6.677 6.825 16.392 0.011 0.015 0.012
Si -9.432 -6.747 16.318 0.003 0.005 -0.013
Si -6.693 -4.049 16.328 -0.007 0.013 -0.01
Si -4.033 -1.353 16.281 -0.011 -0.012 -0.011
Si -1.253 1.381 16.333 0.024 0 -0.002
Si -3.974 4.118 16.363 0.004 -0.028 0.008
Si -1.264 6.829 16.306 -0.001 0.012 -0.002
Si -3.978 9.509 16.353 -0.008 -0.007 -0.001
Si -1.274 -4.1 16.289 0.002 0.005 0.001
Si 2.726 0.016 17.651 -0.022 -0.009 -0.015
Si 5.433 2.7 17.723 -0.005 0.03 0.047
Si 2.809 5.363 17.707 0.013 0.001 -0.015
Si 5.455 8.107 17.618 0.008 -0.001 0.022
Si 2.749 -5.453 17.54 -0.006 0.008 -0.011
Si 5.404 -2.689 17.576 -0.009 -0.002 0
Si 8.162 -0.089 17.649 -0.003 -0.001 0.007
Si 10.798 2.626 17.551 0.019 -0.013 -0.001
Si 8.107 5.367 17.461 -0.004 -0.008 -0.038
Si 10.872 8.139 17.494 -0.014 -0.001 0.015
Si 8.136 10.833 17.505 0.011 0.007 0.011
Si 10.847 -2.78 17.638 -0.003 -0.011 0.02
Si 13.526 -0.096 17.578 0.031 0.016 0.024
Si 16.217 2.652 17.512 0.022 0.025 -0.001
Si 13.569 5.355 17.454 0.011 0.004 -0.012
Si 16.219 8.095 17.513 0.024 0.004 0.026
Si 13.483 10.829 17.582 -0.002 0.008 0.011
Si 16.253 -2.808 17.519 -0.001 0.008 0.006
Si 18.923 -0.048 17.532 0.005 -0.021 -0.023
Si 21.673 2.65 17.65 -0.01 0.008 0.024
Si 18.943 5.371 17.484 0.016 0.003 -0.015
Si 21.68 8.097 17.566 0 -0.01 -0.002
Si 19.001 10.764 17.454 0.03 0.01 -0.023
Si 21.668 -2.723 17.544 0.002 -0.016 0.014
Si 24.445 -0.058 17.73 0.007 -0.038 -0.007
Si 27.107 2.718 17.746 -0.002 -0.013 -0.001
Si 24.395 5.372 17.623 0.018 0.005 -0.008
Si 27.164 -8.172 17.512 -0.004 -0.016 -0.017
Si 24.33 -5.38 17.527 -0.012 -0.001 -0.023
Si 27.117 -2.646 17.769 -0.033 0.013 -0.009
Si 29.861 0.039 17.75 -0.003 -0.014 0.007
Si 32.731 2.692 17.767 0.025 -0.011 -0.004
Si 29.92 5.426 17.706 0.006 0.008 0.023
Si 32.57 -8.131 17.7 0.007 0.016 0.017
Si 29.907 -5.345 17.768 0.002 -0.008 -0.002
Si 32.554 -2.645 17.782 0.006 0.021 0.013
Si 35.357 0.059 17.824 -0.01 0.026 -0.003
Si 38.12 2.629 17.762 0.027 -0.026 -0.005
Si 35.351 5.448 17.743 0.025 0.026 0.034
Si 38.039 -8.155 17.537 0.038 0.025 -0.021
Si 35.258 -5.385 17.622 -0.021 -0.012 -0.006
Si 38.037 -2.763 17.721 0.015 -0.006 0.025
Si 40.806 0.029 17.727 0 -0.001 -0.021
Si -21.724 2.713 17.759 0.012 -0.004 0.015
Si -24.451 5.469 17.683 0.009 -0.007 0.016
Si -21.807 -8.123 17.741 -0.018 0.018 0.011
Si -24.447 -5.477 17.639 -0.04 -0.029 -0.017
Si -21.822 -2.682 17.76 -0.029 -0.026 0.015
Si -18.988 -0.007 17.801 -0.007 -0.011 -0.032
Si -16.248 2.717 17.779 0.016 -0.008 0.016
Si -19.005 5.508 17.656 0.016 0.005 -0.003
Si -16.248 -8.065 17.694 0.012 0.024 0.014
Si -19.06 -5.375 17.613 -0.014 -0.005 -0.006
Si -16.301 -2.637 17.749 -0.025 0.005 0.014
Si -13.499 0.058 17.726 -0.003 0.003 -0.006
Si -10.755 2.746 17.814 0.009 -0.009 0.014
Si -13.564 5.497 17.633 -0.009 0.004 -0.019
Si -10.77 -8.092 17.69 -0.002 -0.02 0.01
Si -13.573 -5.323 17.684 -0.017 -0.004 -0.026
Si -10.771 -2.629 17.772 -0.029 0.007 0.008
Si -8.084 0.052 17.758 -0.004 0.01 0.001
Si -5.365 2.768 17.703 0 0.005 -0.01
Si -8.06 5.474 17.74 -0.022 -0.001 0.007
Si -5.316 8.183 17.785 0.003 -0.007 0.027
Si -8.055 -5.406 17.668 0.001 -0.02 -0.008
Si -5.357 -2.681 17.704 -0.011 0.006 0.009
Si -2.648 -0.016 17.6 -0.005 -0.001 -0.012
Si 0.103 2.747 17.738 -0.001 -0.018 0.015
Si -2.619 5.533 17.701 -0.003 0.011 0.001
Si 0.124 -8.223 17.732 0.03 -0.008 0.027
Si -2.568 -5.474 17.68 0.009 0.001 0.014
Si 0.068 -2.762 17.686 0.006 -0.011 0.004
Si 1.431 1.338 19.122 0.015 0.005 -0.012
Si 4.102 4.047 19.207 -0.011 -0.009 -0.004
Si 1.515 6.706 19.121 -0.014 -0.002 -0.027
Si 4.061 -6.799 18.908 -0.01 0.003 -0.027
Si 1.498 -4.129 19.006 0.013 -0.001 -0.031
Si 4.088 -1.313 19.004 -0.005 0.002 -0.016
Si 6.84 1.306 19.009 0.021 -0.026 -0.029
Si 9.411 4.028 18.837 -0.026 -0.02 -0.017
Si 6.822 6.658 18.903 -0.014 -0.022 -0.008
Si 9.525 9.509 18.854 0.01 0.029 -0.038
Si 6.755 -4.12 18.822 0.002 -0.019 -0.028
Si 9.492 -1.473 19.064 -0.009 0.02 -0.016
Si 12.104 1.226 18.929 -0.015 -0.029 -0.018
Si 14.85 3.988 18.868 -0.01 0.02 -0.014
Si 12.272 6.753 18.775 0.016 0.025 -0.033
Si 14.868 9.459 18.886 -0.002 -0.011 -0.033
Si 12.144 -4.172 19.045 0.005 -0.033 -0.01
Si 14.92 -1.474 18.919 -0.026 0.019 -0.018
Si 17.543 1.289 18.875 -0.004 -0.018 -0.012
Si 20.274 4.078 18.911 0.009 0.003 -0.051
Si 17.536 6.657 18.828 -0.006 -0.004 -0.04
Si 20.288 9.429 18.894 -0.033 0.015 -0.01
Si 17.638 -4.241 18.776 -0.016 0.003 -0.024
Si 20.259 -1.41 18.884 0.009 0.009 -0.036
Si 23.006 1.236 19.039 -0.026 0.013 -0.019
Si 25.708 4.075 19.091 0.014 -0.02 -0.007
Si 23.009 6.714 18.94 -0.023 -0.016 -0.023
Si 25.759 -6.763 18.712 -0.005 0.009 -0.038
Si 22.967 -4.062 18.95 0.019 -0.005 -0.006
Si 25.772 -1.347 19.258 0 0.016 -0.011
Si 28.461 1.352 19.116 -0.025 -0.025 -0.003
Si 31.399 4.094 19.048 -0.027 0.034 -0.023
Si 28.442 -9.523 18.936 -0.01 -0.017 -0.006
Si 31.302 -6.717 19.111 0.019 0.031 -0.021
Si 28.521 -3.954 19.119 0.027 0.001 -0.021
Si 31.248 -1.206 19.187 0.023 0.007 -0.025
Si 34.103 1.454 19.312 0.021 0.027 0.003
Si 36.77 4.035 19.034 -0.031 -0.012 -0.016
Si 33.931 -9.485 19.058 -0.007 -0.006 -0.039
Si 36.62 -6.832 18.823 -0.025 -0.015 -0.035
Si 33.913 -4.077 19.063 0.008 -0.022 -0.043
Si 36.71 -1.378 19.096 -0.024 0.006 -0.01
Si 39.473 1.262 19.2 -0.013 0.027 -0.023
Si -23.09 4.116 19.06 -0.007 0.017 -0.022
Si 39.436 -9.403 18.911 -0.01 0.011 -0.039
Si -23.197 -6.784 19.147 0.02 0.001 -0.017
Si 39.421 -4.219 18.966 0.005 -0.041 -0.023
Si 42.092 -1.296 19.149 0.035 0.005 0.026
Si -20.393 1.306 19.143 -0.05 0.008 0.01
Si -17.65 4.166 19.003 0.02 0.001 -0.025
Si -20.355 -9.453 19.009 -0.002 -0.013 -0.013
Si -17.629 -6.616 18.952 0.019 -0.002 -0.044
Si -20.482 -4.143 19.005 -0.037 -0.018 -0.013
Si -17.621 -1.328 19.22 0.033 0.026 0.023
Si -14.872 1.31 19.154 -0.031 -0.019 -0.005
Si -12.219 4.178 18.997 -0.044 -0.001 -0.013
Si -14.875 -9.459 19.017 -0.009 -0.01 -0.024
Si -12.161 -6.671 18.95 0.026 0.013 -0.028
Si -14.956 -3.998 19.083 0.01 -0.035 -0.018
Si -12.098 -1.195 19.132 0.021 0.013 -0.013
Si -9.397 1.353 19.241 0.002 -0.002 0.006
Si -6.687 4.136 19.119 -0.012 -0.017 -0.021
Si -9.394 6.889 19.078 0.027 0.034 -0.02
Si -6.744 9.567 19.078 -0.045 0.007 -0.036
Si -9.354 -4.03 19.047 0.006 -0.008 -0.022
Si -6.699 -1.294 19.104 0.008 0.014 -0.014
Si -3.967 1.358 18.955 -0.007 -0.001 -0.03
Si -1.208 4.233 19.04 0.012 0.045 -0.021
Si -3.909 6.859 19.186 0.01 0.001 -0.014
Si -1.176 -6.807 19.086 -0.027 0.035 -0.007
Si -3.964 -4.098 18.969 0.013 -0.018 -0.043
Si -1.37 -1.409 18.983 -0.032 0.004 -0.031
Si -0.111 0.008 20.333 0.015 0.025 0.036
Si 2.793 2.603 20.651 0.014 0.019 0.038
Si 0.185 5.407 20.606 0.016 -0.015 0.03
Si 2.915 8.123 20.389 -0.014 -0.025 0.067
Si 0.303 -5.553 20.443 0.007 -0.038 0.061
Si 2.753 -2.678 20.371 -0.032 -0.004 0.045
Si 5.487 -0.016 20.398 0.001 0.008 0.055
Si 8.171 2.704 20.351 -0.03 0.018 0.049
Si 5.579 5.429 20.503 -0.025 -0.034 0.034
Si 8.209 8.066 20.112 0.022 -0.021 -0.005
Si 5.373 -5.389 20.204 -0.019 0.047 0.018
Si 8.096 -2.933 20.301 0.03 -0.014 0.092
Si 10.827 -0.116 20.468 0.011 0.025 0.064
Si 13.488 2.629 20.197 0.01 0 0.03
Si 10.842 5.421 20.008 -0.005 0.012 0.027
Si 13.534 8.08 20.246 0.024 0.004 0.04
Si 10.722 10.813 20.434 -0.024 0.033 0.082
Si 13.634 -2.883 20.333 0.028 0.006 0.065
Si 16.271 -0.082 20.291 0.027 -0.026 0.043
Si 18.818 2.722 20.181 0.009 0.016 0.037
Si 16.131 5.369 20.25 0.018 0.013 0.068
Si 18.928 7.979 20.152 -0.004 0.016 0.07
Si 16.356 10.731 20.18 0.011 -0.033 0.059
Si 18.929 -2.879 20.136 0.04 0.005 0.051
Si 21.524 -0.102 20.36 0.002 0.013 0.02
Si 24.365 2.607 20.401 0.029 0.003 0.066
Si 21.657 5.377 20.357 -0.021 0.012 0.058
Si 24.432 8.196 20.037 0.002 -0.007 0.045
Si 21.562 10.853 20.247 -0.008 0.033 0.033
Si 24.252 -2.755 20.481 -0.022 0.016 0.047
Si 27.217 0.018 20.688 0.013 -0.027 0.052
Si 29.873 2.822 20.272 0.001 0.014 0.028
Si 27.03 5.539 20.406 -0.035 0.023 0.055
Si 29.808 -8.113 20.226 -0.008 0.024 0.036
Si 27.01 -5.423 20.148 -0.006 0.01 0.032
Si 29.897 -2.598 20.561 -0.019 -0.009 0.037
Si 32.577 0.222 20.654 -0.02 -0.033 0.037
Si 35.657 2.769 20.677 -0.011 -0.071 0.077
Si 32.782 5.387 20.509 0.012 -0.015 0.059
Si 35.297 -8.046 20.302 -0.014 0.04 0.072
Si 32.708 -5.44 20.595 0.015 -0.011 0.057
Si 35.218 -2.646 20.379 -0.059 0.007 0.03
Si 38.205 -0.291 20.554 0.092 -0.037 0.037
Si 40.787 2.791 20.46 -0.003 0.041 0.065
Si 38.135 5.503 20.186 0.012 -0.002 0.051
Si 40.57 -8.054 20.468 -0.035 0.034 0.043
Si 37.96 -5.59 20.213 0.047 -0.006 0.073
Si 40.726 -2.85 20.312 0.001 0.015 0.062
Si 43.45 0.05 20.62 -0.007 0.052 0.018
Si -18.975 2.763 20.33 0.01 0.003 0.031
Si -21.689 5.527 20.374 -0.027 0.013 0.047
Si -18.955 -8.024 20.227 -0.004 0.034 0.09
Si -21.739 -5.516 20.503 0.028 -0.003 0.061
Si -19.192 -2.73 20.313 -0.016 0.025 0.008
Si -16.185 -0.029 20.68 0.009 0.026 0.069
Si -13.493 2.77 20.387 0.009 -0.012 0.061
Si -16.272 5.508 20.359 0.014 0.008 0.037
Si -13.545 -7.971 20.283 -0.019 0.002 0.011
Si -16.44 -5.218 20.462 -0.005 0.014 0.034
Si -13.518 -2.621 20.307 -0.006 0.003 0.064
Si -10.789 0.057 20.726 -0.02 0.005 0.026
Si -7.924 2.709 20.542 0.027 0.015 0.044
Si -10.902 5.594 20.312 -0.01 0.008 0.026
Si -8.056 8.237 20.534 0 -0.019 0.067
Si -10.761 -5.39 20.328 -0.003 -0.024 0.041
Si -8.033 -2.687 20.474 0.021 0.003 0.052
Si -5.205 -0.002 20.42 -0.011 -0.02 0.052
Si -2.7 2.887 20.181 -0.025 0.003 0.041
Si -5.375 5.532 20.512 0.007 0.011 0.053
Si -2.484 -8.085 20.559 -0.012 -0.013 0.026
Si -5.332 -5.38 20.342 -0.005 0.001 0.057
Si -2.622 -2.842 20.395 0.018 -0.023 0.042
Si 1.002 -1.612 21.559 0.223 0.117 -0.768
Si 4.503 1.499 21.936 -0.23 -0.154 -0.728
Si 1.106 3.618 21.986 0.285 0.315 -0.647
Si 4.641 7.226 21.722 -0.039 -0.167 -0.711
Si 1.493 -7.104 21.886 0.064 0.266 -0.721
Si 4.346 -3.818 21.675 -0.139 -0.158 -0.766
Si 6.619 -1.685 21.572 0.076 0.108 -0.742
Si 9.771 1.65 21.688 -0.135 -0.359 -0.721
Si 6.702 3.811 21.839 0.165 0.21 -0.729
Si 9.817 6.965 21.406 -0.134 0.032 -0.711
Si 6.773 -6.881 21.274 -0.012 0.03 -0.478
Si 8.893 -4.639 21.765 0.284 0.151 -0.754
Si 12.504 -1.321 21.65 -0.229 -0.123 -0.768
Si 14.601 1.028 21.492 0.147 0.075 -0.727
Si 11.922 3.913 21.377 0.256 0.019 -0.736
Si 15.054 6.938 21.631 -0.185 -0.155 -0.738
Si 11.962 9.19 21.558 0.067 0.156 -0.692
Si 15.373 -3.993 21.534 -0.276 -0.058 -0.712
Si 17.492 -1.701 21.498 0.022 0.246 -0.683
Si 20.308 1.569 21.496 -0.023 -0.238 -0.706
Si 17.649 4.219 21.587 -0.243 -0.272 -0.596
Si 19.963 6.448 21.588 0.343 0.254 -0.649
Si 17.382 9.047 21.488 0.042 0.182 -0.776
Si 20.302 -4.036 21.641 -0.122 -0.253 -0.684
Si 22.468 -1.756 21.748 0.301 0.167 -0.747
Si 25.709 1.363 21.912 0.186 0.117 -0.776
Si 22.666 3.653 21.603 0.105 0.18 -0.733
Si 25.895 7.275 21.575 -0.048 -0.302 -0.627
Si 23.206 9.639 21.321 -0.12 0.004 -0.637
Si 25.409 -4.491 21.579 0.042 0.25 -0.638
Si 28.979 -0.978 22.076 -0.406 -0.265 -0.677
Si 30.935 1.551 21.899 0.353 0.087 -0.662
Si 28.763 4.432 21.515 -0.311 -0.161 -0.741
Si 31.011 -9.696 21.42 0.2 0.089 -0.716
Si 28.176 -6.934 21.434 0.153 -0.074 -0.605
Si 31.504 -3.798 21.772 -0.129 -0.238 -0.795
Si 33.666 -1.532 21.802 0.174 0.221 -0.769
Si 37.202 1.268 21.895 -0.192 0.166 -0.774
Si 34.615 4.497 21.973 -0.161 -0.171 -0.683
Si 36.68 -9.518 21.411 -0.005 -0.024 -0.492
Si 34.51 -6.44 21.894 -0.22 -0.057 -0.669
Si 36.613 -4.163 21.427 -0.065 0.006 -0.437
Si 39.066 -2.198 21.869 0.124 0.289 -0.63
Si 42.381 1.805 21.856 -0.2 -0.3 -0.689
Si 39.732 4.564 21.591 -0.18 -0.307 -0.821
Si 41.937 -9.587 21.525 0.157 0.107 -0.745
Si 38.691 -7.194 21.811 0.294 0.042 -0.732
Si 42.318 -3.896 21.648 -0.034 -0.191 -0.663
Si 44.564 -1.689 21.755 0.087 0.207 -0.686
Si -17.347 1.778 21.706 -0.027 -0.245 -0.687
Si -20.524 3.913 21.647 0.091 0.194 -0.645
Si -17.402 -9.136 21.526 -0.108 -0.255 -0.751
Si -20.051 -6.639 21.747 -0.201 -0.014 -0.721
Si -18.148 -4.134 21.829 0.25 0.024 -0.613
Si -14.623 -1.415 21.977 -0.235 0.111 -0.712
Si -11.916 1.857 21.898 -0.301 -0.448 -0.644
Si -15.075 3.948 21.615 0.139 0.119 -0.695
Si -11.988 7.293 21.65 -0.053 -0.186 -0.665
Si -15.232 -6.884 21.52 0.175 0.14 -0.749
Si -11.964 -3.819 21.526 -0.018 -0.127 -0.757
Si -9.642 -1.713 21.897 0.112 0.323 -0.609
Si -6.214 1.557 21.853 -0.327 -0.082 -0.63
Si -9.63 4.016 21.465 0.238 0.087 -0.676
Si -6.376 7.208 21.873 -0.31 -0.274 -0.652
Si -9.674 9.444 21.768 0.234 0.106 -0.601
Si -6.401 -3.819 21.733 -0.145 -0.128 -0.745
Si -4.12 -1.661 21.757 0.135 0.161 -0.741
Si -1.339 1.649 21.524 -0.006 -0.277 -0.668
Si -4.163 3.939 21.693 0.034 0.173 -0.715
Si -0.853 7.096 21.889 -0.19 -0.095 -0.76
Si -4.129 -6.83 21.713 0.283 0.122 -0.676
Si -0.987 -4.04 21.62 -0.25 -0.174 -0.695
Si 7.258 -1.066 24.46 0.044 -0.014 -0.252
Si 3.246 3.272 -7.129 -0.043 0.072 -0.095
Si 3.974 6.368 24.685 0.023 -0.03 -0.158
Si 8.24 5.666 23.799 -0.077 -0.055 0.02
Si 3.372 -5.648 24.053 -0.012 -0.065 -0.172
Si 4.251 -0.163 24.674 0.053 0.122 -0.231
Si 9.407 1.008 24.717 0.003 0.118 -0.123
Si 13.877 2.405 -5.053 -0.078 -0.018 -0.076
Si 6.954 0.941 -4.253 -0.038 -0.019 0.063
Si 14.936 -4.428 24.442 0.067 -0.104 -0.038
Si 10.373 -6.563 -4.74 -0.183 -0.093 -0.049
Si 12.745 -2.332 24.509 -0.125 -0.079 -0.13
Si 10.374 6.64 -5.279 -0.069 0.071 0.114
Si 16.877 1.43 25.584 0.035 0.061 -0.042
Si 8.285 4.756 -6.812 -0.064 -0.014 -0.105
Si 19.197 -6.019 23.772 0.083 0.174 -0.114
Si 13.127 7.114 25.987 -0.097 -0.052 0.026
Si 18.775 0.01 23.711 -0.014 -0.042 -0.066
Si 19.424 0.985 -5.381 0.066 -0.006 -0.054
Si 22.855 4.484 24.547 0.004 0.016 -0.172
Si 22.105 -7.305 23.985 -0.063 -0.044 -0.138
Si 20.079 6.028 24.537 -0.063 0.102 -0.186
Si 17.369 -5.174 26.176 -0.073 -0.08 -0.035
Si 19.78 -1.58 -7.228 0.094 0.101 0.021
Si 27.863 -0.341 -6.239 -0.033 -0.033 -0.098
Si 28.172 7.631 -5.716 -0.113 -0.056 -0.024
Si 25.286 6.089 24.227 0.025 0.078 -0.086
Si 27.992 2.565 -7.151 0.131 0.076 -0.106
Si 22.422 -7.822 -5.658 -0.009 -0.06 -0.119
Si 25.692 -3.399 24.393 -0.064 -0.094 -0.183
Si 31.224 3.468 24.543 -0.172 -0.096 -0.061
Si -30.121 0.09 23.979 -0.006 0.025 -0.044
Si 27.023 3.57 23.76 0.062 -0.056 -0.077
Si -31.245 -7.882 24.763 0.013 0.042 -0.158
Si 26.836 -7.943 25.541 -0.036 0.107 0.026
Si 29.807 -5.456 23.707 0.053 0.12 -0.104
Si -29.34 6.652 26.217 0.002 0.07 0.059
Si -26.675 3.011 23.804 0.089 -0.156 0.048
Si -28.698 3.923 25.618 0.023 -0.077 0.076
Si -29.005 7.51 -5.322 0.05 -0.118 0.018
Si 31.931 0.996 -2.813 -0.013 0.077 0.094
Si -26.648 -5.797 24.707 -0.059 -0.074 -0.137
Si -26.627 2.178 -6.816 -0.051 0.168 -0.1
Si -19.42 -6.629 -4.685 -0.058 -0.111 0.038
Si -27.031 -0.203 -4.929 -0.006 0.052 0.03
Si -25.822 6.576 -3.995 -0.067 0.072 -0.012
Si -29.472 -5.443 -7.187 -0.012 -0.048 -0.011
Si -20.842 -3.821 -7.079 0.037 0.005 -0.104
Si -18.861 -3.692 -4.757 0.055 -0.07 0.039
Si -13.902 2.897 -1.61 -0.029 -0.028 0.022
Si -17.844 6.904 24.507 -0.008 -0.004 -0.11
Si -19.227 7.613 -6.825 0.017 0.177 -0.081
Si -22.136 -6.057 -5.762 0.068 0.068 0.055
Si -12.81 1.899 25.012 0.054 -0.024 -0.119
Si -14.666 -2.837 24.635 -0.02 0.042 -0.135
Si -8.039 4.858 -3.872 0.018 0.159 0.138
Si -17.782 0.931 24.581 0.007 -0.052 -0.039
Si -13.157 4.392 -3.794 0.025 -0.07 -0.042
Si -13.679 -5.398 23.694 0.058 0.099 -0.027
Si -6.466 -2.902 -6.859 -0.013 0.13 -0.006
Si -4.793 1.351 -4.516 -0.058 0.1 0.057
Si -9.794 -1.152 24.768 0.004 -0.017 -0.012
Si -10.771 4.754 -5.439 0.083 -0.069 -0.086
Si -2.676 5.638 23.981 0.032 0.014 -0.146
Si -8.657 0.086 -7.055 -0.024 -0.051 -0.205
Si -8.47 -5.236 -6.685 0.087 -0.063 -0.03
Si -5.819 0.494 24.718 0.043 -0.001 -0.046
Si -2.579 -5.309 23.981 -0.053 0.014 -0.048
Si -2.928 0.275 23.845 -0.066 -0.013 -0.003
Si -4.223 7.139 26.072 0.004 -0.038 -0.06
Si -3.918 -4.764 -7.103 0.097 -0.084 -0.016
Si 1.075 -3.069 -5.261 0.013 -0.089 0.13
Si -0.376 1.945 -3.221 -0.012 0.141 0.131
Si 1.955 5.815 -6.536 0.04 0.033 -0.002
Si 2.092 -7.835 -4.98 -0.004 -0.027 -0.032
Si 8.305 -3.979 24.694 0.089 -0.026 -0.214
Si -2.082 0.791 -5.532 -0.003 0.09 0.1
Si 4.013 1.722 -4.809 0.059 0.148 -0.001
Si 6.648 7.365 25.61 0.116 -0.102 0.024
Si 8.331 2.929 -2.277 0.056 0.052 0.193
Si 2.747 -8.092 -2.067 0.022 0.009 0.099
Si 9.622 -3.982 -3.275 0.055 -0.123 0.069
Si 4.61 -2.736 -4.456 -0.02 -0.023 0.037
Si 12.301 0.466 25.331 -0.059 0.101 -0.049
Si 11.485 0.444 -5.195 -0.111 -0.146 0.072
Si 18.218 4.145 -2.754 0.086 0.076 0.056
Si 14.887 4.482 -6.792 0.065 -0.138 0.071
Si 12.756 -6.468 24.479 -0.015 0.068 -0.139
Si 15.591 -6.871 -4.684 -0.132 -0.079 -0.07
Si 14.376 2.288 24.191 -0.02 -0.064 -0.052
Si 16.549 0.652 -5.117 0.026 -0.051 0.13
Si 17.469 4.219 24.658 -0.015 -0.083 -0.159
Si 24.474 -5.926 25.398 0.103 -0.189 0.002
Si 22.02 5.941 -4.665 -0.051 -0.058 0.002
Si 17.329 -4.51 -3.486 -0.065 0.018 0.15
Si 21.665 -5.105 -4.773 0.005 0.059 -0.031
Si 28.358 4.66 -4.839 -0.121 -0.089 0.052
Si 30.613 0.033 -5.181 0.05 0.105 0.011
Si 18.894 -6.808 -2.189 -0.088 0.056 -0.071
Si 24.322 -2.11 -2.198 0.087 -0.053 0.001
Si 15.508 4.345 -3.926 0.014 0.016 -0.09
Si -31.242 2.91 24.724 0.107 0.1 -0.105
Si 29.425 -1.213 25.154 -0.012 -0.029 -0.204
Si -32.257 -6.759 -6.475 0.083 -0.031 0.023
Si 28.278 -5.95 -4.82 0.085 0.005 -0.01
Si -31.928 7.524 -4.512 -0.093 -0.021 0.134
Si 28.294 -3.824 25.951 0.096 -0.069 -0.035
Si 31.505 -2.111 -6.98 0.001 0.032 -0.068
Si -30.193 -1.766 26.208 0.047 0.009 0.067
Si -27.933 1.683 -2.544 -0.056 0.011 0.055
Si 31.695 6.576 24.226 -0.005 -0.036 0.004
Si -24.39 -7.465 -2.573 0.123 -0.03 0.153
Si 27.796 -5.263 -1.948 -0.002 -0.057 0.006
Si -29.276 -2.045 -4.704 -0.102 0.003 -0.039
Si -24.375 -1.855 -4.866 0.002 0.058 0.02
Si -20.008 5.012 24.451 -0.062 -0.073 -0.03
Si -27.623 -4.581 -4.714 -0.116 -0.057 0.012
Si -14.433 -7.625 -5.826 -0.168 0.014 -0.031
Si -24.685 -3.547 24.017 -0.073 0.07 -0.227
Si -24.909 -5.582 -4.819 -0.025 -0.06 0.033
Si -20.382 2.154 25.659 -0.047 0.073 -0.114
Si -10.267 5.074 24.025 -0.046 0.014 -0.007
Si -22.855 0.905 24.693 -0.021 0.163 0.026
Si -21.537 7.734 23.765 0.188 -0.111 -0.184
Si -15.614 2.705 25.946 -0.03 -0.066 -0.041
Si -23.153 5.474 -4.927 0.064 0.05 0.024
Si -13.484 1.6 -4.058 -0.063 0.003 0.075
Si -10.796 2.283 -7.21 -0.154 0.015 -0.081
Si -13.623 -7.985 -1.62 -0.008 0.025 0.011
Si -11.693 -6.379 25.557 -0.03 0.043 0.043
Si -18.65 -1.967 23.988 0.025 0.061 -0.244
Si -7.769 -5.634 23.938 -0.086 -0.014 -0.104
Si -15.805 0.186 -5.099 -0.074 -0.059 0.196
Si -15.382 5.699 25.725 -0.005 -0.075 -0.033
Si -9.755 -4.797 -2.571 -0.007 -0.066 0.087
Si -6.862 7.888 24.704 -0.01 -0.067 -0.238
Si -3.1 -7.571 -6.927 -0.069 0.063 -0.1
Si -3.755 3.56 -2.711 -0.023 0.032 -0.064
Si 1.192 3.321 25.069 0.011 -0.057 -0.158
Si 13.446 5.232 23.722 0.043 0.095 -0.174
Si -5.375 4.264 -5.117 -0.024 -0.094 0.075
Si 1.527 -4.067 25.936 -0.07 0.106 -0.029
Si -0.305 0.529 25.588 -0.05 0.172 -0.129
Si -1.76 3.521 -7.084 0.074 0.109 -0.004
Si -0.5 4.753 -4.859 0.024 -0.196 0.085
Si 2.527 2.23 -2.406 -0.121 0.065 0.11
Si 2.299 -2.777 -2.512 -0.064 -0.017 0.026
Si -1.811 -3.81 -5.02 -0.098 -0.177 0.126
Si -0.699 -6.491 -5.665 0.033 0.08 -0.004
Si 1.658 -1.521 24.461 -0.045 -0.041 -0.119
Si 7.323 -2.001 -3.18 -0.051 0.026 0.199
Si 12.111 -2.137 -3.312 -0.025 0.156 0.04
Si 3.102 -0.789 -5.985 0.054 -0.117 -0.075
Si 5.223 -6.147 -2.306 -0.002 0.038 0.034
Si 8.798 1.731 -6.264 0.149 -0.008 -0.082
Si 10.98 -4.576 25.899 0.012 -0.004 -0.092
Si 16.208 -0.251 -2.148 0.024 0.111 0.073
Si 10.519 5.141 -2.471 0.075 -0.007 0.12
Si 13.017 -7.12 -3.176 0.121 0.017 0.093
Si 6.091 -5.98 25.552 -0.162 -0.043 0.011
Si 4.498 -5.753 -5.197 0.038 -0.064 0.034
Si 14.803 -2.86 -2.475 0.038 -0.138 -0.028
Si 20.975 6.573 -7.22 0.021 0.06 0.087
Si 24.776 2.923 -1.839 -0.049 -0.033 0.07
Si 19.48 6.849 -2.947 0.061 0.014 0.104
Si 14.906 7.2 -2.903 -0.017 0.051 0.004
Si 18.893 -4.162 -5.902 0.099 -0.066 0.099
Si 21.996 1.871 -6.511 -0.088 0.011 -0.035
Si 23.885 -3.133 -4.87 -0.049 -0.111 0.053
Si 27.031 5.048 -2.03 0.059 0.169 -0.061
Si 22.99 3.174 -4.016 -0.078 -0.033 -0.015
Si 22.723 -1.071 -6.892 -0.05 -0.039 -0.044
Si 21.533 -5.469 -1.828 0.098 -0.111 -0.039
Si 20.345 2.029 -2.901 -0.084 0 0.224
Si 26.382 -2.017 -4.225 -0.043 -0.004 0.089
Si 30.955 2.956 -4.722 -0.029 -0.09 0.073
Si -31.86 7.228 -1.438 -0.059 -0.016 0.205
Si 29.787 -7.801 25.201 -0.03 -0.004 -0.038
Si 24.19 -0.663 23.838 -0.054 0.043 -0.006
Si 28.946 -2.601 -2.511 -0.111 0.02 0.182
Si -32.002 4.677 -5.229 0.095 0.049 0.102
Si -30.06 3.791 -2.898 0.001 -0.121 0.061
Si 31.174 -4.701 -5.37 0.036 -0.094 0.035
Si -31.355 -1.023 -2.722 0 -0.067 0.083
Si -28.317 6.367 -2.683 0.15 -0.092 0.174
Si 31.769 -3.31 -2.948 0.054 -0.097 0.246
Si -25 2.619 -1.896 0.165 -0.214 0.034
Si -23.013 0.472 -5.982 0.051 -0.037 -0.211
Si -26.546 -7.89 -6.235 0.03 -0.041 0.05
Si -24.708 -3.035 -2.035 -0.038 0.113 0.154
Si -27.191 -5.067 -1.977 0.082 -0.048 0.066
Si -22.274 7.472 -6.898 0.13 0.01 -0.028
Si -23.09 -1.829 25.874 -0.025 0.044 -0.003
Si -24.346 2.923 -4.943 -0.106 0.037 -0.078
Si -22.151 6.975 -2.657 -0.117 -0.019 0.12
Si -19.372 -8.135 -2.03 0.088 0.071 0.051
Si -18.84 -2.468 -1.888 0.016 -0.035 0.166
Si -13.228 5.444 23.71 -0.017 0.001 -0.139
Si -16.723 -0.084 -2.029 0.11 0.076 0.046
Si -10.858 0.703 -2.774 -0.078 -0.023 0.243
Si -14.988 6.851 -3.58 0.006 0.075 0.059
Si -12.761 -0.737 24.252 -0.081 -0.067 -0.028
Si -12.56 -5.351 -2.662 -0.032 0.032 0.164
Si -13.89 -4.606 -5.169 0.072 -0.177 -0.031
Si -8.47 2.556 -2.024 -0.011 -0.07 0.165
Si -8.001 7.589 -2.3 -0.072 0.023 0.064
Si -9.257 -1.646 -2.643 0.045 -0.058 -0.017
Si -16.611 6.745 -5.766 0.091 0.08 -0.067
Si -7.411 -6.282 -4.062 -0.046 -0.047 0.036
Si -16.18 -2.737 -6.181 0.045 -0.062 -0.083
Si -7.03 -0.898 -4.639 0.075 0.031 0.043
Si -1.14 5.315 -2.203 0.003 -0.114 0.181
Si -9.782 7.548 25.634 -0.023 -0.111 -0.016
Si -11.279 -4.584 -6.935 0.008 0.071 0.031
Si -5.411 -5.291 -2.085 -0.091 -0.035 0.129
Si -3.068 -3.164 -2.262 -0.025 0.13 0.167
Si 1.325 -1.402 5.271 -0.011 0.012 -0.003
Si 4.055 1.286 5.267 0.017 -0.013 0.006
Si 1.337 4.03 5.305 0.007 0.005 -0.006
Si 4.033 6.728 5.256 0.007 0.005 0.003
Si 1.353 9.485 5.295 -0.001 -0.014 0.001
Si 4.074 12.168 5.263 0.005 -0.011 0.002
Si 6.75 -1.421 5.217 0.007 0 0.008
Si 9.478 1.308 5.219 0.01 -0.004 0.005
Si 6.757 4.018 5.226 -0.001 -0.014 -0.007
Si 9.493 6.762 5.25 0 -0.011 0.006
Si 6.776 9.484 5.23 0.009 0.002 -0.004
Si 9.443 12.19 5.237 -0.002 -0.009 0.006
Si 12.189 -1.356 5.248 -0.002 0.005 0.002
Si 14.9 1.364 5.304 0.007 0.011 0.005
Si 12.188 4.055 5.258 -0.013 0.002 -0.001
Si 14.913 6.773 5.35 0.013 0.004 0.018
Si 12.152 9.499 5.291 -0.01 0.002 0.018
Si 14.892 12.283 5.333 -0.014 0.018 0.005
Si 17.61 -1.319 5.364 -0.004 0.016 0.001
Si 20.365 1.409 5.449 0.001 0.015 0.029
Si 17.615 4.088 5.392 -0.011 0.006 0.012
Si 20.429 6.845 5.414 -0.008 0.001 0.017
Si 17.679 9.558 5.385 0.009 -0.003 0.008
Si 20.387 -4.067 5.388 0 -0.005 0.003
Si 23.143 -1.344 5.427 -0.006 0.003 0.008
Si 25.862 1.394 5.412 -0.015 -0.008 -0.006
Si 23.148 4.14 5.423 -0.011 -0.002 0.008
Si 25.846 6.831 5.407 0.007 0.01 -0.009
Si 23.117 -6.765 5.401 -0.019 -0.014 -0.001
Si 25.876 -4.073 5.425 0.009 -0.011 0
Si 28.581 -1.336 5.442 -0.002 -0.003 0.019
Si 31.319 1.366 5.447 -0.019 -0.002 0
Si 28.595 4.107 5.422 0.008 -0.011 0.001
Si 31.298 6.814 5.456 0.014 0.009 -0.014
Si 28.532 -6.77 5.468 -0.002 0.007 0.017
Si 31.285 -4.023 5.497 -0.018 -0.007 0.009
Si 34.026 -1.328 5.457 0.006 0.009 -0.003
Si 36.744 1.343 5.517 0.008 0.008 0.009
Si 34.051 4.063 5.54 0.005 0.014 0.011
Si -28.48 6.765 5.515 0.016 0.001 -0.013
Si 34.056 -6.829 5.5 0.002 0.004 -0.007
Si -28.517 -4.113 5.556 0.006 0.008 0.005
Si -25.804 -1.377 5.595 0.004 -0.009 0.013
Si -23.088 1.335 5.594 0.006 0.005 0.009
Si -25.804 4.069 5.573 -0.011 0.019 0.019
Si -23.061 6.782 5.593 0.009 -0.017 0.002
Si -25.777 -6.802 5.581 0.007 0.012 0.003
Si -23.088 -4.123 5.543 0.015 0.007 -0.001
Si -20.373 -1.35 5.599 0.004 -0.008 0.01
Si -17.671 1.373 5.525 0.005 0.002 -0.01
Si -20.371 4.091 5.597 -0.005 -0.018 0.017
Si -17.655 6.822 5.585 -0.004 -0.009 0.016
Si -20.419 -6.756 5.599 -0.015 -0.006 0.007
Si -17.71 -4.004 5.582 0.005 0.001 -0.006
Si -14.982 -1.253 5.546 -0.005 -0.008 0.011
Si -12.247 1.368 5.482 -0.004 0.001 -0.011
Si -14.939 4.092 5.564 -0.003 0.006 0.007
Si -12.242 6.835 5.485 -0.003 -0.02 -0.012
Si -14.948 -6.751 5.535 -0.006 -0.017 0.005
Si -12.226 -4.062 5.535 -0.007 -0.005 0.001
Si -9.483 -1.397 5.452 -0.008 -0.019 0
Si -6.753 1.35 5.446 0.014 -0.008 -0.005
Si -9.568 4.126 5.472 0.003 0.037 0.003
Si -6.819 6.769 5.489 0.002 -0.009 0.017
Si -9.539 -6.776 5.537 0.005 0.005 -0.001
Si -6.81 -4.085 5.458 -0.002 0.007 -0.008
Si -4.034 -1.368 5.427 0.005 -0.014 0.008
Si -1.348 1.314 5.317 0.005 -0.004 -0.009
Si -4.072 4.022 5.398 0.015 0.019 0.001
Si -1.35 6.752 5.384 -0.006 -0.002 0.007
Si -4.094 -6.803 5.443 -0.011 0.01 0.017
Si -1.344 -4.078 5.333 0.011 0.001 -0.001
Si 2.688 -0.048 6.645 -0.007 0.004 0.006
Si 5.417 2.662 6.617 -0.005 -0.002 0.004
Si 2.695 5.397 6.662 0 -0.006 0
Si 5.41 8.113 6.597 0.003 -0.003 -0.004
Si 2.72 10.833 6.657 0.002 0.011 -0.004
Si 5.409 -2.764 6.622 -0.003 -0.001 -0.003
Si 8.118 -0.057 6.585 -0.002 -0.002 -0.007
Si 10.817 2.686 6.605 0.006 0.005 -0.006
Si 8.111 5.395 6.595 0.005 0.014 -0.003
Si 10.812 8.126 6.651 -0.005 0.009 -0.004
Si 8.106 10.839 6.627 -0.009 0.002 -0.001
Si 10.82 -2.75 6.588 -0.002 0.006 -0.002
Si 13.532 -0.007 6.648 0.011 0.001 -0.006
Si 16.257 2.697 6.709 0.005 -0.006 -0.003
Si 13.541 5.393 6.668 0.005 -0.003 -0.011
Si 16.29 8.154 6.685 0.004 -0.002 -0.004
Si 13.531 10.867 6.642 0.005 -0.002 -0.003
Si 16.262 -2.702 6.707 0.008 -0.004 -0.008
Si 18.993 0.008 6.744 0.001 -0.003 -0.008
Si 21.758 2.771 6.763 -0.013 0.007 0.001
Si 19.02 5.456 6.715 0.011 -0.002 -0.006
Si 21.776 -8.129 6.78 0.004 0.007 -0.002
Si 19.028 -5.417 6.755 -0.001 0.001 -0.006
Si 21.759 -2.716 6.752 0.001 -0.011 -0.001
Si 24.498 0.029 6.774 0.003 -0.004 0
Si 27.233 2.739 6.78 0.001 0.004 -0.003
Si 24.503 5.477 6.79 0.002 -0.003 -0.007
Si 27.178 -8.139 6.807 -0.002 0.011 0.007
Si 24.491 -5.429 6.771 0.006 -0.011 -0.002
Si 27.217 -2.703 6.794 -0.003 0.002 -0.005
Si 29.945 0.017 6.807 0.008 -0.006 0.002
Si 32.657 2.708 6.854 0.016 -0.006 -0.002
Si 29.937 5.453 6.813 -0.009 0.007 -0.001
Si 32.657 -8.164 6.84 -0.008 -0.009 0.002
Si 29.922 -5.419 6.819 -0.002 -0.009 -0.002
Si 32.652 -2.668 6.839 -0.01 0.003 -0.005
Si 35.37 -0.001 6.866 -0.001 -0.005 -0.002
Si -27.193 2.712 6.895 0.003 0 -0.007
Si -29.876 5.439 6.88 0.002 -0.014 -0.004
Si -27.159 -8.178 6.898 -0.001 -0.001 -0.007
Si -29.9 -5.462 6.886 0.011 0.002 0
Si -27.183 -2.737 6.92 -0.006 -0.003 0.003
Si -24.451 -0.014 6.944 -0.001 -0.002 -0.007
Si -21.739 2.726 6.933 -0.01 0.012 -0.005
Si -24.453 5.437 6.928 0.001 -0.002 -0.002
Si -21.738 -8.151 6.952 -0.005 0.005 -0.007
Si -24.446 -5.435 6.941 -0.011 -0.012 -0.009
Si -21.74 -2.741 6.911 0.018 -0.013 -0.007
Si -19.006 0.024 6.922 -0.009 -0.006 -0.011
Si -16.315 2.736 6.9 0.007 0.011 -0.003
Si -19.001 5.451 6.939 0.005 0.005 -0.006
Si -16.289 -8.119 6.91 0.003 0 -0.007
Si -19.046 -5.391 6.933 0 0.017 -0.003
Si -16.304 -2.662 6.904 0.001 0.001 -0.007
Si -13.595 0.062 6.898 -0.01 0.004 0
Si -10.888 2.743 6.838 -0.015 0.011 -0.001
Si -13.564 5.468 6.882 -0.002 -0.008 0.001
Si -10.885 -8.149 6.878 0.001 0.007 0
Si -13.578 -5.414 6.899 0.012 -0.003 0.001
Si -10.845 -2.704 6.863 -0.004 -0.011 0.002
Si -8.123 -0.013 6.8 0.003 -0.002 -0.006
Si -5.405 2.698 6.812 0.002 -0.005 -0.003
Si -8.174 5.435 6.854 -0.001 0 -0.002
Si -5.445 -8.164 6.81 0 0.002 0.001
Si -8.142 -5.428 6.857 -0.006 -0.005 -0.002
Si -5.424 -2.712 6.784 -0.006 0.003 -0.005
Si -2.678 -0.004 6.758 0.001 0 0.004
Si -0.007 2.681 6.689 -0.005 0 0.007
Si -2.718 5.405 6.745 -0.003 -0.002 0.005
Si 0.016 8.135 6.703 0.002 0.003 -0.002
Si -2.698 -5.43 6.739 -0.001 -0.007 -0.006
Si 0.007 -2.734 6.703 0 0.008 0.001
Si 1.359 1.321 8.041 0.001 -0.009 -0.002
Si 4.067 4.029 8.001 -0.002 0.006 -0.002
Si 1.366 6.764 8.055 0.005 0 0.001
Si 4.074 9.468 8.007 -0.005 0.005 -0.004
Si 1.374 -4.114 8.039 0.004 -0.007 -0.002
Si 4.053 -1.409 8.003 0 -0.012 -0.002
Si 6.773 1.303 7.977 0 -0.003 -0.003
Si 9.462 4.042 7.976 -0.004 -0.012 -0.004
Si 6.763 6.758 7.974 0 0.004 -0.002
Si 9.452 9.481 8.006 0.001 -0.014 0.005
Si 6.761 -4.117 7.997 0.008 0 0
Si 9.469 -1.4 7.971 0.001 0.006 0
Si 12.169 1.345 8 0 -0.003 0.003
Si 14.891 4.05 8.052 -0.006 -0.003 0.008
Si 12.18 6.767 8.009 0.001 0.005 -0.005
Si 14.903 9.514 8.013 0.012 0.016 -0.004
Si 12.164 -4.099 7.99 -0.006 -0.014 -0.006
Si 14.887 -1.354 8.04 0.005 0.002 0.001
Si 17.626 1.357 8.084 0.001 0.005 0.002
Si 20.373 4.106 8.102 0.015 0.004 0.004
Si 17.642 6.799 8.062 -0.004 0.007 0
Si 20.386 -6.784 8.113 -0.001 -0.004 0.004
Si 17.632 -4.063 8.069 0.005 -0.001 0.003
Si 20.37 -1.36 8.088 -0.021 -0.006 -0.006
Si 23.111 1.381 8.113 -0.011 -0.005 -0.004
Si 25.859 4.096 8.137 -0.011 0.015 -0.005
Si 23.127 6.822 8.139 -0.003 0.013 0.004
Si 25.822 -6.788 8.163 -0.016 -0.014 0.006
Si 23.119 -4.069 8.12 -0.002 0.01 -0.004
Si 25.85 -1.338 8.141 0.004 0 0.002
Si 28.576 1.38 8.159 0.003 0.002 0.003
Si 31.284 4.086 8.188 -0.008 0 -0.008
Si 28.559 6.817 8.158 0.002 0.011 -0.011
Si 31.284 -6.786 8.18 0.01 0.013 -0.003
Si 28.56 -4.062 8.175 -0.001 -0.005 -0.007
Si 31.285 -1.329 8.199 0.006 0.008 0.002
Si 34.007 1.357 8.225 -0.01 0.003 0
Si -28.546 4.075 8.253 0 0.003 -0.002
Si 34.01 6.799 8.213 0.002 0.009 -0.007
Si -28.54 -6.814 8.242 0.001 -0.007 -0.009
Si 33.998 -4.064 8.195 0.002 0.003 -0.009
Si -28.563 -1.363 8.24 0.01 -0.015 -0.005
Si -25.831 1.359 8.26 -0.004 0 -0.003
Si -23.099 4.081 8.284 -0.001 -0.005 0
Si -25.818 6.795 8.275 -0.003 -0.006 0.003
Si -23.106 -6.8 8.3 -0.002 -0.007 0
Si -25.821 -4.079 8.282 0.01 0.008 -0.001
Si -23.089 -1.373 8.279 -0.005 -0.001 -0.002
Si -20.368 1.376 8.28 0.014 0.014 0.002
Si -17.646 4.093 8.283 -0.011 -0.003 0.003
Si -20.36 6.816 8.289 0.008 0.002 -0.004
Si -17.654 -6.758 8.259 0.011 0 -0.005
Si -20.39 -4.058 8.305 -0.014 -0.015 0.005
Si -17.653 -1.325 8.284 0.005 0.005 0
Si -14.939 1.408 8.268 0.014 0.004 -0.002
Si -12.208 4.106 8.236 -0.003 0.011 0.004
Si -14.922 6.827 8.25 0.003 -0.001 -0.003
Si -12.219 -6.78 8.25 -0.014 -0.002 0.003
Si -14.933 -4.037 8.244 0.004 -0.003 -0.004
Si -12.212 -1.329 8.211 -0.006 0 -0.013
Si -9.487 1.37 8.161 0 -0.002 -0.017
Si -6.773 4.069 8.169 -0.001 0.004 -0.009
Si -9.501 6.817 8.221 0.002 -0.011 -0.001
Si -6.777 -6.8 8.191 -0.013 -0.007 0.001
Si -9.486 -4.061 8.222 0.008 0.001 -0.004
Si -6.761 -1.354 8.174 0.009 -0.005 -0.002
Si -4.035 1.341 8.15 0.007 0.003 0
Si -1.349 4.041 8.086 -0.005 -0.001 -0.007
Si -4.057 6.781 8.126 0 -0.001 -0.006
Si -1.338 -6.815 8.078 0.008 0.001 -0.004
Si -4.055 -4.082 8.127 -0.006 -0.002 -0.004
Si -1.328 -1.378 8.101 0 0.005 -0.001
Si 0.024 -0.015 9.454 -0.007 -0.001 0.009
Si 2.716 2.688 9.392 -0.003 -0.002 -0.001
Si 0.011 5.412 9.432 -0.008 0.002 0.004
Si 2.725 8.128 9.403 0.006 -0.008 0.007
Si 0.024 -5.456 9.433 0.001 0.002 0.002
Si 2.72 -2.753 9.409 0 0.003 0.005
Si 5.414 -0.042 9.36 -0.002 0.004 0.002
Si 8.116 2.675 9.346 0.002 0.002 0
Si 5.416 5.402 9.36 0.005 0.003 -0.003
Si 8.103 8.114 9.366 -0.001 0.01 -0.001
Si 5.415 -5.477 9.376 0.004 0.007 0.002
Si 8.118 -2.754 9.352 -0.001 -0.01 0
Si 10.815 -0.034 9.348 0.008 0.003 -0.001
Si 13.525 2.683 9.392 0.005 0 -0.003
Si 10.815 5.398 9.36 -0.002 0.003 -0.007
Si 13.545 8.133 9.363 0.005 -0.008 -0.006
Si 10.818 -5.472 9.355 -0.007 0.003 -0.002
Si 13.526 -2.745 9.365 0.001 0.002 -0.005
Si 16.259 -0.019 9.417 0.006 0.006 -0.002
Si 19.004 2.713 9.428 -0.002 -0.006 -0.005
Si 16.27 5.416 9.395 0.008 -0.005 -0.004
Si 19.006 -8.168 9.427 0.007 -0.003 -0.001
Si 16.261 -5.453 9.386 0.006 -0.004 0.001
Si 19.003 -2.723 9.437 0.003 -0.001 0
Si 21.737 0.003 9.446 0 0.001 0.002
Si 24.481 2.73 9.479 0.008 0.001 -0.003
Si 21.748 5.445 9.464 -0.006 0.017 -0.003
Si 24.472 -8.153 9.519 -0.008 0 0.005
Si 21.751 -5.433 9.476 0.002 -0.011 0.005
Si 24.475 -2.707 9.483 -0.006 -0.006 -0.003
Si 27.208 0.015 9.509 0.004 -0.006 0.002
Si 29.919 2.732 9.547 0.007 -0.002 0.001
Si 27.203 5.452 9.521 0.01 -0.002 -0.001
Si 29.912 -8.147 9.531 -0.002 -0.006 -0.003
Si 27.189 -5.427 9.519 -0.005 -0.004 -0.005
Si 29.917 -2.7 9.538 0 -0.006 -0.002
Si 32.632 0.015 9.58 0.002 -0.003 0.008
Si -29.925 2.721 9.591 0.003 0.001 0.001
Si 32.637 5.441 9.561 0.011 -0.009 0.005
Si -29.922 -8.16 9.586 0.008 0.006 0.001
Si 32.63 -5.421 9.552 -0.014 0.001 0.003
Si -29.937 -2.717 9.584 -0.002 0.002 0.001
Si -27.203 0 9.599 -0.004 0.006 -0.002
Si -24.468 2.716 9.62 -0.011 0.017 -0.008
Si -27.192 5.433 9.613 0.001 0 0.003
Si -24.474 -8.159 9.637 -0.003 0.013 0
Si -27.2 -5.446 9.611 -0.001 -0.008 -0.001
Si -24.468 -2.711 9.632 0.001 -0.006 0
Si -21.733 0.007 9.624 0.009 -0.015 -0.008
Si -19.009 2.737 9.634 0.002 0.011 -0.004
Si -21.734 5.45 9.628 -0.008 0 -0.003
Si -18.996 -8.131 9.625 -0.007 -0.003 -0.007
Si -21.746 -5.429 9.644 0.004 0.001 0
Si -19.016 -2.687 9.634 0 -0.001 -0.005
Si -16.283 0.035 9.626 0.007 0 -0.005
Si -13.565 2.763 9.608 -0.021 0.012 0.006
Si -16.275 5.467 9.616 0.007 -0.006 0.001
Si -13.566 -8.135 9.616 0.009 -0.005 0.002
Si -16.287 -5.399 9.61 -0.005 0.004 -0.004
Si -13.558 -2.683 9.59 -0.002 -0.012 0.002
Si -10.839 0.031 9.554 -0.015 -0.001 -0.004
Si -8.123 2.718 9.539 0.014 0.004 0.003
Si -10.84 5.459 9.593 0.005 -0.003 0.005
Si -8.125 -8.147 9.566 -0.002 0.01 0.005
Si -10.838 -5.419 9.589 0.004 -0.004 0.008
Si -8.112 -2.7 9.559 -0.01 -0.003 0.002
Si -5.395 0.001 9.528 -0.003 0.001 0.007
Si -2.684 2.71 9.498 -0.006 -0.002 0.002
Si -5.405 5.438 9.515 -0.002 0.012 0.003
Si -2.686 -8.17 9.465 -0.012 0 0.002
Si -5.4 -5.433 9.518 0 -0.014 -0.004
Si -2.693 -2.719 9.479 0.007 0.014 -0.001
Si 1.381 -1.388 10.799 0.005 -0.004 0.002
Si 4.073 1.322 10.745 0.002 0.001 -0.004
Si 1.369 4.044 10.782 0.001 0.005 -0.006
Si 4.076 6.759 10.754 -0.003 0.007 0.002
Si 1.379 9.491 10.786 -0.002 0.002 0
Si 4.075 -4.117 10.768 0.002 -0.011 0.001
Si 6.764 -1.403 10.731 0.012 -0.006 0
Si 9.463 1.319 10.722 -0.004 0.004 0
Si 6.768 4.036 10.721 -0.005 -0.004 -0.003
Si 9.462 6.755 10.73 -0.002 0 0.002
Si 6.762 9.479 10.742 0 -0.009 0.002
Si 9.467 -4.114 10.721 0.004 -0.005 -0.001
Si 12.169 -1.389 10.721 -0.007 0.001 -0.001
Si 14.887 1.329 10.759 -0.003 -0.002 0.008
Si 12.161 4.04 10.741 0 -0.001 0.003
Si 14.896 6.772 10.736 0.008 0.007 0.001
Si 12.177 9.487 10.719 0.003 0.005 -0.003
Si 14.891 -4.099 10.733 0.003 -0.003 -0.003
Si 17.626 -1.377 10.78 0.004 -0.004 0.003
Si 20.362 1.351 10.796 -0.008 0.006 0.004
Si 17.624 4.057 10.767 0.007 0.005 0.004
Si 20.365 -9.527 10.794 0.003 0.004 0.004
Si 17.622 -6.812 10.752 -0.006 0.004 -0.002
Si 20.363 -4.078 10.806 -0.012 0.01 0.005
Si 23.096 -1.352 10.821 0.002 -0.006 0.001
Si 25.834 1.372 10.854 -0.001 -0.003 -0.004
Si 23.105 4.078 10.829 -0.013 -0.002 -0.001
Si 25.83 -9.517 10.88 -0.011 0.014 0.001
Si 23.1 -6.794 10.853 0.003 -0.015 0.011
Si 25.826 -4.061 10.864 0.002 -0.004 0.001
Si 28.556 -1.338 10.891 0.005 0.001 0.003
Si 31.268 1.379 10.929 0.002 0.006 0.007
Si 28.551 4.093 10.899 -0.005 0.01 -0.002
Si 31.262 -9.511 10.904 -0.009 0.015 -0.008
Si 28.54 -6.79 10.888 0.003 0.011 -0.004
Si 31.263 -4.06 10.908 0.004 0.002 -0.001
Si 33.981 -1.351 10.941 -0.008 -0.003 0.007
Si -28.569 1.359 10.947 0.003 0.002 -0.006
Si -31.297 4.08 10.937 0.001 0 0.006
Si -28.571 -9.524 10.949 0.001 -0.006 -0.004
Si -31.292 -6.781 10.92 0.011 -0.001 -0.005
Si -28.577 -4.074 10.944 0.002 0 -0.008
Si -25.838 -1.343 10.968 -0.009 -0.003 -0.001
Si -23.103 1.363 10.977 -0.004 0.004 0.001
Si -25.832 4.073 10.966 0.009 -0.005 0.001
Si -23.101 -9.514 10.978 -0.005 0.001 0.002
Si -25.847 -6.801 10.976 0.005 -0.009 0.001
Si -23.11 -4.064 10.984 -0.004 -0.01 0.004
Si -20.374 -1.333 10.992 0.004 0.002 0.005
Si -17.638 1.392 10.987 -0.006 0.004 0.003
Si -20.375 4.09 10.983 0.01 0.004 -0.003
Si -17.634 -9.493 10.976 0.011 -0.001 -0.004
Si -20.365 -6.781 10.978 0 -0.002 0.001
Si -17.641 -4.041 10.974 0.003 -0.009 0.001
Si -14.909 -1.325 10.963 -0.003 0.004 0.001
Si -12.188 1.391 10.935 -0.003 0.018 -0.008
Si -14.912 4.117 10.978 0.009 0.006 0.004
Si -12.184 -9.489 10.961 -0.007 -0.006 0.002
Si -14.926 -6.765 10.964 0.004 0.001 0.002
Si -12.191 -4.042 10.942 -0.004 0.002 -0.007
Si -9.473 -1.328 10.911 0.005 0.005 -0.007
Si -6.745 1.372 10.897 0.001 -0.01 0
Si -9.46 4.09 10.922 -0.005 0.005 -0.003
Si -6.745 -9.515 10.897 -0.001 -0.002 -0.001
Si -9.464 -6.778 10.938 0.004 -0.015 0.002
Si -6.745 -4.069 10.902 0.006 0.006 0.001
Si -4.031 -1.362 10.875 -0.006 -0.007 -0.002
Si -1.322 1.343 10.845 0.006 -0.001 0.002
Si -4.034 4.079 10.868 0.006 -0.008 -0.005
Si -1.327 6.78 10.818 0.004 -0.002 -0.006
Si -4.032 -6.81 10.849 0.002 0.006 -0.005
Si -1.323 -4.09 10.814 -0.016 -0.004 -0.007
Si 2.738 -0.019 12.148 0.004 0.007 0.005
Si 5.419 2.689 12.105 0.005 0.005 -0.003
Si 2.72 5.411 12.133 -0.001 -0.01 0.002
Si 5.42 8.12 12.125 0.001 0.005 0.001
Si 2.73 10.85 12.151 -0.003 0.005 0.002
Si 5.426 -2.747 12.132 0.007 0.002 0.005
Si 8.114 -0.041 12.094 -0.001 0.003 0
Si 10.809 2.669 12.104 -0.001 -0.005 0.003
Si 8.116 5.385 12.099 -0.005 -0.004 -0.001
Si 10.822 8.123 12.084 0.003 -0.003 -0.001
Si 8.12 10.847 12.094 0.007 0.009 -0.002
Si 10.818 -2.753 12.082 0.003 -0.002 -0.002
Si 13.525 -0.046 12.1 0.005 -0.006 -0.003
Si 16.258 2.683 12.112 0.005 0.004 -0.001
Si 13.535 5.4 12.087 0.001 0.001 -0.001
Si 16.262 8.128 12.091 0.014 0 0
Si 13.535 10.846 12.08 0.006 -0.002 -0.002
Si 16.249 -2.752 12.11 0.005 -0.003 0.001
Si 18.996 -0.026 12.14 -0.003 0.001 0.003
Si 21.73 2.702 12.162 0.005 0.002 -0.002
Si 19.002 5.404 12.118 0.002 0.01 -0.005
Si 21.72 -8.179 12.167 -0.013 0 0.001
Si 18.974 -5.456 12.121 0.007 -0.025 -0.002
Si 21.732 -2.723 12.168 -0.002 0.004 0.001
Si 24.456 0.006 12.19 0.006 0.002 -0.006
Si 27.188 2.715 12.243 0.004 0.004 0
Si 24.461 5.421 12.213 0.006 0.005 0
Si 27.18 -8.152 12.252 0.002 -0.016 -0.007
Si 24.471 -5.437 12.214 -0.009 0.014 -0.008
Si 27.178 -2.695 12.232 0 -0.007 -0.007
Si 29.902 0.015 12.278 0.001 -0.003 -0.002
Si 32.621 2.73 12.306 -0.007 0 0.004
Si 29.903 5.452 12.274 0.009 -0.005 0.004
Si 32.617 -8.145 12.263 0.002 0.004 0.003
Si 29.886 -5.416 12.251 -0.005 -0.014 -0.005
Si 32.605 -2.702 12.292 -0.009 -0.011 0.006
Si 35.335 0.016 12.302 0.012 -0.002 0.001
Si -27.197 2.703 12.305 -0.014 0.004 -0.004
Si -29.937 5.435 12.297 0.003 0.001 0.001
Si -27.217 -8.169 12.315 -0.007 0.007 0.001
Si -29.95 -5.421 12.303 0.005 0.002 0.007
Si -27.226 -2.7 12.296 0.008 -0.007 -0.009
Si -24.472 0.01 12.332 0.003 0.004 -0.001
Si -21.736 2.723 12.335 -0.003 0.01 -0.009
Si -24.469 5.435 12.313 -0.008 -0.004 -0.007
Si -21.733 -8.146 12.319 0.003 0.001 0.002
Si -24.487 -5.424 12.313 0.001 0.004 0.002
Si -21.749 -2.695 12.333 0.001 -0.006 -0.007
Si -19.005 0.035 12.333 0.012 0.005 -0.004
Si -16.268 2.753 12.337 0.006 0.011 -0.001
Si -19.002 5.456 12.317 -0.013 -0.005 -0.01
Si -16.279 -8.124 12.334 -0.008 -0.009 0.008
Si -19.007 -5.403 12.318 0.002 -0.001 -0.011
Si -16.275 -2.676 12.324 -0.001 -0.007 -0.003
Si -13.542 0.04 12.307 0.005 -0.005 -0.003
Si -10.821 2.746 12.293 -0.008 -0.008 -0.007
Si -13.541 5.478 12.322 -0.001 0.004 -0.001
Si -10.808 -8.131 12.315 0.002 0.009 0
Si -13.551 -5.397 12.301 -0.003 -0.004 -0.001
Si -10.822 -2.677 12.291 -0.005 -0.005 0
Si -8.107 0.026 12.266 -0.006 -0.005 0.005
Si -5.381 2.736 12.257 -0.003 0.012 0.003
Si -8.091 5.453 12.275 0.006 0.002 0.007
Si -5.373 -8.154 12.245 0.003 0.008 0.004
Si -8.092 -5.418 12.287 -0.008 -0.003 0.009
Si -5.38 -2.712 12.256 0.002 0.001 0.005
Si -2.676 0.004 12.233 -0.001 0.001 0.005
Si 0.039 2.705 12.198 -0.006 0.006 -0.002
Si -2.664 5.437 12.22 -0.014 0.01 0.002
Si 0.034 8.138 12.175 -0.006 -0.001 0.003
Si -2.67 -5.444 12.191 0.003 -0.002 -0.001
Si 0.025 -2.731 12.185 -0.003 -0.001 0.001
Si 1.403 1.335 13.545 0.011 -0.006 -0.006
Si 4.069 4.044 13.486 -0.007 0.009 -0.004
Si 1.389 6.765 13.532 -0.005 0.003 0.001
Si 4.077 9.477 13.513 0.004 -0.009 0.003
Si 1.385 -4.106 13.529 -0.001 -0.007 0
Si 4.088 -1.373 13.517 -0.001 -0.002 0.003
Si 6.762 1.316 13.463 -0.001 0.008 -0.001
Si 9.452 4.018 13.479 -0.003 0.002 0.007
Si 6.771 6.743 13.473 0 -0.001 -0.003
Si 9.475 9.489 13.453 -0.001 0.004 0
Si 6.786 -4.117 13.484 0.012 -0.014 0
Si 9.47 -1.402 13.458 -0.004 -0.004 0.003
Si 12.161 1.296 13.462 -0.002 0.001 -0.002
Si 14.88 4.03 13.455 0.005 0.006 0.011
Si 12.174 6.754 13.445 0.002 -0.002 0.002
Si 14.894 9.484 13.436 0.003 -0.003 0.002
Si 12.177 -4.114 13.435 -0.004 0.001 0.003
Si 14.878 -1.406 13.466 -0.01 0.006 0.002
Si 17.61 1.316 13.478 0.013 -0.002 0.008
Si 20.35 4.049 13.5 -0.005 0.004 0.002
Si 17.622 6.754 13.44 0.004 -0.005 0.003
Si 20.329 -6.818 13.478 -0.013 0.013 0.005
Si 17.6 -4.113 13.478 -0.008 0.011 0.002
Si 20.361 -1.373 13.519 0.006 -0.01 0.011
Si 23.079 1.346 13.541 -0.007 0.007 -0.002
Si 25.81 4.054 13.594 0.006 -0.008 0.01
Si 23.069 -9.545 13.539 -0.013 0.006 0.004
Si 25.82 -6.784 13.607 0.002 -0.001 0
Si 23.095 -4.075 13.539 0.013 -0.019 0.008
Si 25.817 -1.324 13.575 -0.005 0.001 0.001
Si 28.543 1.373 13.638 0.001 -0.012 0.007
Si 31.251 4.093 13.656 0.004 0.016 0.005
Si 28.528 -9.513 13.627 -0.005 0.019 0.001
Si 31.252 -6.769 13.604 -0.013 0.006 -0.008
Si 28.524 -4.049 13.608 0.006 0.008 0.005
Si 31.249 -1.338 13.66 0.004 -0.005 0.003
Si 33.977 1.369 13.675 -0.005 0.003 0.006
Si -28.568 4.06 13.638 0.009 -0.004 -0.006
Si 33.96 -9.52 13.629 0.009 0.006 -0.001
Si -28.59 -6.796 13.646 0.012 -0.014 0.005
Si 33.964 -4.047 13.66 -0.003 0.001 0.001
Si 36.693 -1.34 13.657 0 0 -0.005
Si -25.842 1.36 13.687 -0.004 0.01 0.011
Si -23.105 4.088 13.673 -0.011 0.009 0.001
Si -25.85 -9.543 13.658 0.023 -0.012 -0.006
Si -23.109 -6.777 13.647 -0.006 -0.001 0.007
Si -25.858 -4.049 13.643 -0.018 0.001 -0.005
Si -23.107 -1.338 13.695 0.002 -0.017 0.008
Si -20.369 1.374 13.7 0.007 -0.007 0.004
Si -17.645 4.105 13.683 0.001 0.012 -0.002
Si -20.367 -9.511 13.664 0.007 -0.008 0.001
Si -17.651 -6.753 13.676 -0.008 0.012 0.004
Si -20.373 -4.048 13.668 0.004 -0.008 -0.003
Si -17.634 -1.309 13.682 -0.001 0.007 0.007
Si -14.894 1.393 13.684 -0.005 0.005 0.006
Si -12.166 4.115 13.661 0 0.009 -0.008
Si -14.901 -9.484 13.679 0.02 -0.01 0.005
Si -12.17 -6.742 13.649 0.004 -0.007 -0.004
Si -14.902 -4.032 13.666 0.002 -0.008 0.004
Si -12.17 -1.306 13.661 -0.009 0.004 -0.005
Si -9.452 1.39 13.645 -0.008 0.013 -0.007
Si -6.722 4.104 13.637 0.004 -0.011 0.002
Si -9.429 -9.503 13.657 0 -0.01 0.004
Si -6.712 -6.787 13.628 0.012 -0.006 0.005
Si -9.45 -4.037 13.64 -0.009 0.014 0.001
Si -6.739 -1.335 13.612 -0.007 0.009 0.001
Si -4.013 1.38 13.617 -0.003 -0.007 0.004
Si -1.299 4.076 13.581 0.015 -0.015 -0.001
Si -4.006 6.802 13.6 0.011 -0.002 0.003
Si -1.316 9.51 13.54 -0.019 0.017 -0.009
Si -4.004 -4.09 13.585 -0.002 -0.006 -0.004
Si -1.311 -1.364 13.578 -0.007 -0.003 0.002
Si 0.054 -0.003 14.937 0.005 0.004 0.007
Si 2.754 2.703 14.904 0.001 -0.001 0.005
Si 0.065 5.426 14.951 -0.007 -0.001 0
Si 2.744 8.11 14.903 -0.003 0.009 0.005
Si 0.045 -5.472 14.905 -0.01 -0.005 0.003
Si 2.726 -2.724 14.88 -0.002 -0.003 0.006
Si 5.433 0.001 14.889 0.012 0 0.006
Si 8.101 2.642 14.851 -0.012 -0.01 0.001
Si 5.412 5.394 14.853 0.008 0.002 0.004
Si 8.133 8.111 14.809 -0.001 -0.005 0.003
Si 5.44 10.845 14.856 0.003 0.005 0.004
Si 8.132 -2.745 14.847 0.001 0.001 0.009
Si 10.824 -0.072 14.843 0.011 0.011 0.005
Si 13.519 2.655 14.809 0.003 -0.006 0.003
Si 10.826 5.383 14.812 0.008 0 0.001
Si 13.541 8.118 14.786 0.004 0.006 0
Si 10.829 10.862 14.807 0.005 0 0.004
Si 13.522 -2.776 14.822 0.009 0.001 0.01
Si 16.233 -0.049 14.824 0.005 -0.006 0.005
Si 18.985 2.662 14.829 -0.007 0.004 0
Si 16.266 5.383 14.785 0.013 0.007 0.001
Si 18.968 8.11 14.8 0.014 0.01 -0.002
Si 16.228 10.834 14.824 -0.002 -0.009 0.01
Si 18.973 -2.758 14.826 0.005 -0.002 0.005
Si 21.723 -0.017 14.9 0.016 -0.001 0.003
Si 24.43 2.68 14.934 0.002 -0.012 0.003
Si 21.706 5.392 14.884 0.001 0 0.001
Si 24.424 -8.183 14.898 -0.003 -0.002 -0.006
Si 21.698 -5.465 14.827 0.001 -0.002 -0.005
Si 24.451 -2.696 14.901 -0.001 -0.007 -0.004
Si 27.155 0.026 14.986 -0.003 -0.001 -0.001
Si 29.91 2.716 15.023 -0.001 0.007 0.002
Si 27.177 5.399 14.964 -0.003 0.008 0.007
Si 29.897 -8.123 14.959 0.005 -0.004 0.003
Si 27.172 -5.397 14.981 -0.005 -0.004 0.003
Si 29.85 -2.682 15.001 -0.011 -0.002 -0.008
Si 32.615 0.009 15.041 -0.009 -0.005 0.009
Si 35.361 2.726 15.019 0.009 0.009 0.009
Si 32.614 5.451 15.018 -0.011 0.003 0.006
Si 35.311 -8.161 14.982 0.003 0.002 0.006
Si 32.571 -5.397 14.994 0.006 -0.009 0.01
Si 35.309 -2.661 15.021 0.004 0 0.006
Si 38.06 -0.007 15.031 -0.019 -0.003 0.004
Si -24.464 2.725 15.026 0.012 0.001 0.003
Si -27.203 5.387 15.005 -0.006 -0.002 0.005
Si -24.468 -8.167 14.965 -0.016 0.002 -0.003
Si -27.225 -5.412 14.973 0.011 0.003 0.005
Si -24.51 -2.693 15.014 -0.005 -0.001 -0.002
Si -21.726 0.008 15.06 0.004 0.008 0
Si -18.994 2.733 15.047 -0.002 0.003 0.002
Si -21.728 5.445 15.016 0.005 -0.008 -0.004
Si -19.029 -8.123 15.007 -0.006 -0.001 0.002
Si -21.759 -5.4 15 -0.002 0.003 0.002
Si -19.022 -2.663 15.01 -0.007 -0.013 0.002
Si -16.267 0.045 15.049 -0.002 -0.006 0
Si -13.515 2.758 15.025 0.009 0.002 -0.002
Si -16.279 5.472 15.023 0.001 -0.004 -0.004
Si -13.519 -8.104 15.001 -0.008 0.007 0.005
Si -16.282 -5.377 15.016 0.002 -0.004 -0.001
Si -13.541 -2.655 15.013 -0.001 -0.002 0.006
Si -10.799 0.044 15.027 -0.001 0.003 0.003
Si -8.093 2.757 14.998 -0.009 -0.003 0.008
Si -10.791 5.46 15.022 0.003 -0.019 0.002
Si -8.052 -8.142 15.01 -0.002 0.001 0
Si -10.821 -5.368 15.013 -0.01 0.001 0.006
Si -8.079 -2.684 14.997 -0.002 -0.008 -0.004
Si -5.397 0.037 14.972 -0.009 0.001 0.002
Si -2.638 2.738 14.982 -0.004 0.017 0
Si -5.349 5.462 14.995 0 0.002 0.007
Si -2.641 8.17 14.946 0.006 0.005 0.003
Si -5.335 -5.434 14.985 0.007 0.004 0.013
Si -2.655 -2.731 14.947 -0.002 -0.001 0.006
O 1.414 -0.944 22.978 -0.012 0.541 0.108
O 9.537 2.294 25.693 0.193 0.307 -0.184
O 10.913 2.78 21.963 -0.155 0.069 0.516
O 1.563 3.818 23.555 0.414 0.529 0.283
O 4.34 4.8 24.976 0.068 -0.487 -0.505
O 4.76 -6.266 24.642 0.015 -0.534 0.113
O -2.205 4.758 25.234 -0.362 -0.006 0.167
O 0.831 -0.597 25.477 0.102 -0.076 0.519
O 6.791 5.45 -6.801 -0.511 -0.351 0.498
O 7.415 -1.034 22.843 0.558 0.403 -0.056
O 7.692 -2.519 24.99 -0.204 0.016 0.347
O 5.735 -0.736 24.824 0.009 -0.215 0.445
O 9.157 1.388 23.171 -0.098 -0.19 0.273
O 9.112 5.379 25.134 0.551 -0.09 -0.024
O 5.602 2.673 22.295 0.086 0.109 0.206
O 7.839 -5.88 22.054 -0.078 -0.247 0.477
O 9.244 6.119 22.648 0.266 -0.194 0.032
O 10.888 8.039 22.036 -0.114 0.076 0.673
O 10.855 -5.872 -6.116 0.567 0.059 -0.145
O 15.314 1.797 25.405 -0.524 -0.056 0.65
O 11.882 -0.03 -6.668 0.092 0.098 -0.063
O 12.332 4.839 22.642 -0.162 0.031 0.057
O 10.025 1.162 -5.328 -0.076 0.021 0.356
O 14.461 6.299 23.02 -0.119 -0.036 0.33
O 12.716 -6.519 22.867 0.191 0.199 0.087
O 15.185 -4.858 22.905 -0.257 -0.703 0.023
O 16.362 -2.769 22.002 -0.084 0.163 0.237
O 19.144 -2.627 -0.462 -0.332 -0.266 -0.511
O 19.948 0.78 -3.855 0.253 -0.518 0.281
O 26.306 2.281 23.119 0.093 -0.108 -0.048
O 18.396 -1.257 22.785 0.486 -0.349 0.488
O 18.857 5.279 21.8 0.033 -0.026 0.009
O 20.198 6.89 23.155 0.292 0.488 0.309
O 21.424 -4.714 -3.239 0.062 0.497 -0.179
O 16.21 8.033 22.041 0.139 0.176 0.612
O 19.559 -4.629 22.984 -0.02 0.325 0.414
O 20.607 -6.722 24.123 0.027 -0.199 0.208
O 26.114 4.871 23.58 0.085 -0.013 -0.459
O 21.472 2.602 22.006 0.192 0.033 0.031
O 23.997 5.528 25.01 -0.077 0.027 0.749
O 24.984 6.996 22.914 -0.765 0.054 -0.001
O 28.237 -7.903 24.716 -0.033 -0.211 -0.667
O 22.452 -7.608 22.443 -0.007 -0.623 -0.044
O 24.299 -5.637 21.975 -0.02 -0.131 0.437
O 26.133 -4.044 22.975 0.43 -0.273 0.218
O 28.887 -1.511 23.638 -0.544 -0.36 0.309
O 31.141 2.475 23.243 -0.183 0.008 0.23
O -31.03 1.389 24.238 -0.641 -0.052 -0.262
O 28.406 3.774 22.963 0.283 -0.115 0.376
O -32.166 7.102 24.778 0.385 -0.097 0.186
O 29.845 5.582 21.885 -0.3 0.283 0.287
O 31.57 7.294 22.787 0.162 0.452 0.17
O 27.083 -8.003 22.038 0.238 0.027 0.622
O 26.699 7.544 -6.415 -0.233 -0.18 0.28
O 30.86 -4.38 23.156 0.01 0.227 0.583
O 30.588 -6.759 24.266 0.619 -0.107 0.083
O -28.885 0.485 23.051 -0.041 -0.383 0.258
O -28.155 2.748 -6.73 -0.077 -0.006 0.59
O -32.369 -2.205 -3.139 0.128 -0.023 -0.48
O -29.807 7.905 25.302 0.483 0.186 -0.018
O -31.1 3.913 23.439 0.109 0.154 0.343
O -29.658 -5.248 22.243 0.218 -0.166 0.58
O -25.746 2.878 25.127 0.501 -0.131 0.053
O -27.5 -3.218 22.169 0.092 0.178 0.262
O -21.705 2.889 22.131 0.107 0.007 0.517
O -26.235 4.341 23.043 -0.183 0.442 0.334
O -22.827 7.527 22.84 -0.394 0.324 -0.041
O -19.771 -6.821 -1.185 -0.019 0.232 -0.464
O -26.511 -6.385 23.216 -0.057 0.104 0.161
O -27.657 -5.603 -3.439 -0.087 -0.696 -0.11
O -21.878 -2.774 22.189 0.053 0.079 0.21
O -23.623 -3.148 25.149 0.357 -0.325 0.14
O -19.221 -2.755 25.264 0.086 -0.302 0.049
O -11.51 2.34 25.852 -0.035 -0.066 0.33
O -19.867 -1.334 23.109 0.229 0.244 0.072
O -19.727 4.412 22.975 0.341 0.099 0.016
O -24.515 5.684 -4.107 -0.258 -0.274 0.444
O -21.728 -5.399 -0.256 -0.051 0.015 -0.41
O -18.133 6.822 22.928 -0.159 -0.383 -0.042
O -20.495 -7.634 22.965 0.316 0.031 0.404
O -22.076 -2.823 -7.29 0.285 0.305 0.41
O -13.463 -0.549 22.781 0.094 0.454 -0.061
O -12.535 1.914 23.412 -0.192 0.1 0.038
O -14.943 7.567 -2.15 -0.358 -0.178 0.343
O -8.981 -1.508 23.398 0.859 -0.132 -0.002
O -16.204 2.878 22.138 -0.201 0.079 0.626
O -16.279 6.678 24.798 0.298 0.278 -0.585
O -16.017 -1.154 -5.957 -0.213 0.034 -0.332
O -16.484 6.79 -4.156 -0.495 -0.184 0.213
O -14.795 -6.231 22.93 -0.031 -0.187 0.244
O -9.096 -6.129 23.119 -0.33 0.04 0.108
O -12.823 -4.43 22.749 -0.195 0.005 -0.004
O -10.854 -2.796 22.161 -0.194 -0.273 0.356
O -13.139 -7.826 -6.743 0.091 -0.241 0.285
O -5.413 2.637 -5.328 -0.523 -0.022 -0.26
O -0.158 2.589 22.146 -0.194 0.178 0.504
O -28.836 1.199 -1.289 -0.757 0.216 -0.26
O -5.167 -8.029 22.096 0.087 0.095 -0.072
O -8.195 7.654 25.555 0.115 0.013 0.282
O -10.831 -7.977 22.168 -0.006 -0.195 0.281
O -3.729 -5.997 23.066 -0.056 0.267 0.371
O 2.937 4.567 -6.179 0.32 -0.033 0.67
O -7.005 -4.514 23.07 0.135 0.069 0.432
O -5.297 -2.706 22.229 0 -0.041 0.511
O -3.405 -1.098 23.121 -0.07 -0.14 0.185
O -2.144 2.114 -6.441 -0.218 -0.112 -0.038
O -5.959 -5.823 -3.509 0.465 0.141 -0.709
O -5.182 2.775 22.253 0.24 0.277 0.424
O -3.415 4.645 22.952 -0.072 -0.17 0.161
O 9.301 -4.102 -1.694 -0.262 -0.164 0.051
O -1.46 6.401 23.237 0.233 -0.12 0.41
O -7.847 -3.745 -6.822 -0.136 0.39 0.163
O 11.113 -3.393 -3.551 0.098 -0.104 -0.188
O 1.808 -1.696 -5.668 -0.219 0.128 -0.362
O 20.414 2.026 -6.15 -0.463 0.246 -0.145
O 2.527 6.749 25.346 -0.614 0.359 -0.408
O -4.226 0.863 24.643 0.195 0.45 0.593
O -17.764 -0.702 24.529 0.503 -0.133 0.018
O 9.387 -4.33 25.842 -0.144 -0.154 0.543
O -8.352 6.128 -2.905 -0.487 -0.12 0.179
O -19.074 -7.233 -6.165 0.516 0.251 -0.16
O 7.402 -0.453 -3.602 -0.032 0.064 -0.203
O 5.222 -6.147 -6.58 0.382 -0.006 -0.083
O 9.479 3.943 -2.773 -0.03 -0.35 -0.667
O 3.316 2.717 -3.735 -0.276 0.391 -0.061
O 6.099 -2.762 -3.891 0.115 -0.127 -0.386
O -25.511 -6.809 -5.669 0.355 0.025 -0.287
O 22.864 3.172 25.482 0.214 -0.413 -0.145
O 13.811 3.297 -6.418 -0.455 -0.258 -0.382
O 13.044 -6.729 -1.595 0.169 -0.286 0.021
O 11.569 -6.753 -3.696 -0.2 0.248 0.123
O 20.707 6.431 -3.882 -0.125 -0.16 -0.345
O -2.084 -6.425 25.048 0.34 -0.474 -0.143
O -16.372 1.582 25.045 0.392 0.083 -0.073
O 7.642 2.192 -3.514 0.069 0.05 -0.573
O 16.801 3.614 -3.308 -0.066 -0.369 -0.107
O 12.157 -1.74 -1.741 0.05 -0.267 -0.115
O 14.089 5.863 -7.058 0.507 0.559 -0.097
O -17.878 -3.119 23.11 0.547 -0.005 0.241
O 15.822 4.681 -5.483 0.525 0.099 -0.159
O -14.06 2.777 25.491 -0.012 0.528 0.284
O 13.043 -7.924 25.042 -0.176 -0.026 0.017
O 14.327 -3.798 -1.24 -0.68 -0.132 -0.038
O -5.3 -3.988 -6.958 0.065 -0.311 -0.231
O 21.59 5.489 -6.179 -0.062 -0.642 -0.123
O -6.009 0.303 -4.214 -0.078 0.121 0.351
O 18.334 5.72 -3.12 -0.314 0.143 -0.25
O -1.644 6.63 -1.465 -0.173 0.441 -0.654
O 22.992 7.231 -4.828 0.592 -0.026 0.165
O 15.187 1.484 -5.15 -0.071 -0.047 0.126
O 26.434 6.486 -1.52 0.301 0.241 -0.149
O 17.86 -5.189 -6.558 -0.093 0.11 0.2
O -6.736 1.433 25.68 0.117 0.7 0.432
O 21.369 5.07 24.622 -0.126 -0.307 -0.077
O -3.656 6.75 24.607 -0.437 0.457 -0.533
O 24.653 -4.345 25.174 -0.487 0.214 0.094
O 27.751 1.256 -6.25 -0.459 0.286 0.599
O -11.933 1.237 -3.848 0.148 0.251 -0.2
O 27.853 3.852 -6.163 -0.457 0.092 -0.099
O 23.451 3.46 -1.097 -0.114 -0.203 -0.4
O 26.923 -3.249 25.383 -0.128 0.263 0.36
O 29.251 8.134 -6.814 0.643 0.668 0.346
O -23.901 1.568 -1.286 0.115 -0.001 -0.451
O 17.097 3.89 23.101 -0.641 -0.041 0.12
O 23.001 -4.391 -5.354 0.282 -0.199 -0.427
O -21.898 -0.024 -0.488 0.092 0.084 -0.206
O 28.939 -4.86 24.911 0.036 -0.145 0.125
O 32.585 -2.671 22.25 -0.21 0.176 0.448
O -29.553 -3.158 25.681 -0.203 -0.088 -0.338
O -30.174 3.317 25.883 -0.188 0.041 0.553
O -9.536 1.634 -2.8 -0.138 0.161 -0.331
O 24.438 2.797 -3.409 0.273 -0.138 -0.675
O 11.755 -3.253 25.387 -0.107 0.067 0.439
O 29.211 -0.705 -5.436 -0.077 -0.336 0.5
O 21.358 -1.887 -7.157 0.136 -0.683 -0.204
O -28.289 -1.039 -5.481 -0.078 -0.235 -0.778
O -15.845 8.069 -6.382 -0.346 0.28 -0.473
O -28.643 7.491 -3.767 0.145 0.653 0.157
O -28.841 2.801 -3.28 0.101 0.103 -0.315
O -28.754 6.193 -6.246 0.487 -0.583 0.139
O 23.429 -2.819 -3.344 -0.587 -0.032 -0.09
O 21.915 -6.686 -4.668 -0.009 -0.101 0.491
O -28.156 -5.385 25.191 -0.231 -0.005 -0.246
O 3.146 -6.625 -5.13 -0.071 0.181 -0.032
O 8.242 8.009 -0.572 0.015 0.034 -0.25
O -5.526 5.46 -0.228 -0.025 -0.137 -0.214
O -8.152 -2.892 -0.039 -0.152 -0.145 0.043
O -18.886 1.565 25.576 0.129 -0.135 0.564
O 11.631 -0.842 -4.192 -0.282 0.038 0.054
O 9.417 -5.432 -4.018 -0.28 -0.218 0.051
O -6.814 -6.916 24.143 0.423 0.076 -0.238
O -15.893 5.403 -6.317 0.436 -0.319 0.223
O -28.209 3.147 24.288 -0.479 -0.346 -0.144
O -18.604 -5.262 -4.473 0.642 -0.205 0.198
O 21.395 -2.928 22.12 0.073 0.109 0.417
O -4.766 4.939 -6.449 0.414 -0.328 -0.107
O -25.559 7.873 -3.081 -0.178 0.259 0.207
O -20.161 -3.463 -5.671 -0.175 0.388 0.184
O -12.536 7.204 -1.26 0.228 -0.001 -0.64
O -16.083 4.238 25.735 -0.392 0.112 -0.338
O -6.464 0.685 23.23 -0.388 -0.364 0.055
O 5.475 -0.113 -0.69 0.038 0.083 -0.178
O 23.631 -1.907 -5.878 0.607 0.367 0.048
O -1.811 -7.624 -5.956 -0.057 -0.243 0.228
O 23.189 -6.24 24.493 -0.231 0.583 -0.105
O -7.569 -6.137 -5.668 0.438 -0.363 -0.334
O -18.972 -7.673 -3.528 0.182 -0.229 -0.217
O 9.892 6.201 -1.433 -0.203 0.189 -0.142
O -17.573 -3.134 -5.516 -0.219 -0.097 0.295
O 3.809 0.642 26.006 -0.393 0.458 -0.097
O 29.225 -2.526 26.075 0.572 -0.1 0.444
O 15.073 -1.37 -1.911 -0.341 0.116 0.224
O -9.606 1.331 -6.744 0.007 0.228 0.546
O -8.936 -0.094 25.628 0.344 -0.103 -0.273
O 25.842 -6.746 25.06 0.128 0.218 -0.407
O -18.13 1.393 23.075 -0.324 -0.246 0.17
O -31.552 5.732 -0.905 -0.201 0.033 -0.287
O -18.225 7.382 -1.221 -0.099 0.229 -0.191
O -14.092 7.802 -4.53 0.518 0.017 0.056
O 7.194 3.745 -1.481 0.045 0.269 -0.441
O -14.459 -4.439 24.758 -0.282 -0.417 0.644
O -9.691 -3.189 -2.51 0.063 0.061 0.022
O -7.674 3.518 -3.04 0.537 -0.016 -0.377
O 11.669 6.481 -6.242 0.375 -0.138 0.174
O -3.711 -1.816 -1.586 -0.137 0.152 -0.384
O -10.436 -0.768 -3.333 -0.34 -0.174 -0.594
O -1.783 4.567 -5.842 -0.612 0.255 -0.097
O -13.255 0.368 25.319 -0.591 -0.307 0.643
O 28.548 -6.571 -1.403 -0.103 -0.236 -0.312
O -2.801 -3.911 -6.3 -0.069 0.5 -0.382
O -3.969 2.04 -3.273 0.399 -0.347 0.411
O 30.533 1.621 -5.537 -0.12 0.145 -0.455
O 1.4 -3.427 -3.698 -0.328 -0.61 -0.079
O -12.661 -6.491 24.281 0.065 -0.37 0.047
O -3.073 -4.015 24.831 0.105 0.457 -0.123
O 2.672 -3.806 -1.318 -0.233 -0.354 0.153
O 3.26 -1.444 24.645 0.229 -0.541 0.206
O 7.092 -5.037 24.712 0.038 -0.004 -0.586
O 15.953 -7.002 -6.273 -0.245 -0.246 0.002
O 30.325 -2.686 -3.312 -0.065 0.123 -0.652
O 28.403 4.73 -1.238 0.376 0.306 -0.26
O 0.301 -8.141 22.367 -0.214 -0.197 0.23
O 15.584 1.123 -1.547 -0.033 0.334 -0.534
O 1.448 -7.543 -1.294 -0.515 -0.465 -0.411
O 5.74 -7.905 22.089 -0.261 0.043 0.138
O -1.634 0.067 24.779 -0.006 -0.416 0.017
O -11.222 -4.845 25.631 0.134 0.188 -0.533
O -14.553 -6.037 -5.555 -0.353 0.078 -0.307
O -0.077 -0.071 -0.51 -0.082 -0.123 -0.159
O 30.485 7.073 25.17 -0.087 -0.477 0.208
O -2.285 4.202 -2.485 -0.112 -0.26 -0.321
O -24.124 -2.729 -3.519 0.488 -0.222 -0.243
O 8.189 0.052 25.148 0.092 0.246 0.454
O 3.834 -6.911 -2.046 -0.009 0.079 0.066
O 7.242 6.893 24.17 -0.16 0.373 -0.433
O 16.512 -0.219 -6.495 -0.107 -0.483 -0.034
O 21.889 2.365 -3.171 0.232 -0.352 0.331
O -16.465 0.127 -3.616 -0.24 0.114 -0.213
O -24.317 5.532 22.017 0.229 -0.218 0.276
O -19.14 -2.905 -3.393 -0.285 0.144 -0.083
O -21.993 5.977 -3.922 0.342 -0.402 0.054
O -0.127 -5.534 -0.549 0.319 -0.13 -0.544
O 5.36 5.368 -0.581 -0.143 -0.106 -0.262
O -13.765 -2.592 -0.436 -0.112 0.086 -0.552
O -29.943 -1.333 -3.421 0.244 0.026 0.141
O 29.931 3.454 25.518 0.081 -0.209 0.036
O 4.441 -1.631 -5.62 0.487 0.258 -0.108
O 12.72 5.861 25.029 -0.172 -0.201 0.361
O -13.862 5.73 25.164 0.449 0.086 0.368
O -23.059 6.406 -1.435 -0.422 -0.193 -0.147
O -14.947 -3.45 -5.457 0.107 0.298 0.125
O 13.638 2.774 -0.751 0.087 0.171 -0.326
O 21.095 8.013 -6.484 -0.439 0.295 -0.221
O 18.276 3.889 -1.165 0.49 -0.492 0.006
O -10.235 -2.396 25.692 -0.067 0.028 0.125
O 20.408 -6.614 -1.663 0.052 -0.3 0.15
O -5.53 -0.072 -0.562 -0.146 -0.208 -0.338
O 18.255 -6.852 22.778 -0.086 -0.249 0.279
O -3.004 -8.063 -0.258 0.149 -0.166 -0.685
O 15.119 7.531 -1.334 -0.044 0.427 0.043
O 31.679 0.924 -1.234 0.355 -0.325 -0.029
O 7.181 -1.995 -1.558 0.23 -0.295 0.022
O 22.336 7.701 24.904 0.479 -0.519 -0.219
O 18.934 -7.977 -3.321 -0.34 0.085 -0.702
O 24.803 0.265 22.685 -0.293 -0.132 0.02
O -20.485 3.756 25.366 -0.265 0.192 0.256
O 16.454 5.545 -0.33 0.051 -0.03 -0.362
O -31.135 3.905 -4.094 -0.299 -0.49 -0.046
O 25.51 -3.278 -4.806 0.211 -0.551 -0.367
O 19.391 1.168 22.778 0.041 0.336 0.355
O 17.96 -7.387 -1.011 -0.395 -0.368 -0.253
O -10.745 5.951 -6.498 0.004 0.422 0.131
O 22.767 4.77 -3.882 0.423 0.294 0.055
O -9.266 -0.966 -1.17 0.005 0.727 -0.184
O -31.006 -7.94 -0.669 0.372 0.109 -0.064
O 29.69 3.886 -4.348 -0.033 -0.114 0.139
O -25.965 -6.912 25.679 0.377 -0.253 0.013
O 21.777 5.371 -0.421 -0.053 -0.074 -0.4
O 18.266 -3.681 -4.497 -0.14 0.711 0.366
O 23.394 -1.108 -1.386 -0.478 0.115 -0.483
O 14.228 3.884 24.13 0.375 0.014 0.135
O 21.731 0.181 -0.141 0.176 -0.023 -0.305
O 25.263 1.524 -1.227 0.072 -0.521 -0.164
O 20.065 1.716 -1.351 -0.268 0.002 -0.128
O 17.401 0.44 24.433 -0.449 -0.296 -0.197
O -23.538 1.471 23.338 -0.678 -0.057 0.294
O -21.507 0.911 -6.375 0.452 0.043 0.57
O 31.679 2.501 -3.342 0.147 0.637 0.192
O 32.653 6.089 -4.732 -0.552 0.09 -0.149
O -27.579 7.855 22.198 0.241 0.032 0.198
O 29.798 -5.437 -4.956 0.187 0.001 0.184
O 32.038 -4.516 -3.998 0.333 -0.537 0.036
O -0.519 -2.931 -5.419 -0.279 0.309 -0.053
O -21.014 -6.297 -4.609 -0.266 0.068 0.519
O 31.633 -3.79 -1.418 -0.253 0.306 -0.024
O -23.425 -5.173 -5.329 0.09 0.542 0.101
O -9.974 -5.071 -6.102 -0.149 -0.096 0.462
O 32.016 3.763 -5.625 -0.137 -0.168 -0.335
O -31.793 -1.677 26 -0.043 -0.174 -0.395
O -31.101 4.997 -6.514 -0.494 -0.43 -0.292
O -26.929 5.706 -3.202 0.21 -0.521 0.219
O 29.82 8.067 -0.021 -0.067 -0.153 0.155
O -8.066 -5.002 25.39 -0.305 -0.028 0.158
O 19.423 -0.412 -6.179 -0.304 -0.118 0.243
O -24.527 -2.582 -6.31 -0.318 -0.287 -0.046
O -24.436 -7.402 -0.949 0.682 -0.019 0.132
O -25.57 3.12 -6.009 -0.089 0.31 -0.144
O 26.624 -0.97 -5.427 -0.222 0.233 0.019
O -12.939 -6.915 -2.601 0.399 -0.17 -0.47
O -27.537 0.579 -3.624 0.027 -0.17 0.016
O -23.862 -4.424 22.917 0.285 -0.709 0.039
O -23.749 1.455 -4.979 -0.016 -0.215 0.512
O -29.566 -0.541 25.355 0.311 0.099 0.075
O 28.183 -7.553 -4.584 0.199 -0.215 0.718
O -26.718 -6.25 -0.995 -0.407 -0.287 -0.138
O 19.947 6.894 -1.402 -0.361 0.112 -0.023
O -21.355 5.015 -0.248 0.005 -0.039 -0.452
O -24.683 -6.032 -3.267 -0.203 0.356 0.279
O -6.252 -2.054 -5.482 0.363 -0.191 -0.04
O -4.494 4.532 -3.775 -0.047 0.437 0.041
O -27.053 -0.206 -0.197 0.145 0.185 -0.169
O -14.341 4.588 22.918 0.085 0.061 0.226
O 14.185 3.417 -3.829 -0.582 0.275 0.687
O -2.413 1.28 22.696 -0.559 0.141 0.287
O -9.812 -5.494 -1.096 -0.092 0.595 -0.053
O 12.545 1.578 -4.737 -0.293 0.383 0.159
O -20.668 7.237 -2.119 0.039 -0.407 0.037
O 27.29 4.808 -3.612 -0.054 -0.14 -0.359
O -12.484 -4.685 -1.203 0.205 0.015 -0.061
O 27.502 -5.498 -6.164 -0.576 -0.233 0.048
O 2.298 7.8 -3.54 -0.085 -0.76 -0.039
O -9.125 -8.006 -1.353 -0.183 -0.224 -0.157
O -17.348 1.255 -1.339 0.172 0.1 -0.173
O 25.119 -1.938 24.108 0.552 -0.118 0.143
O -6.768 7.408 -1.278 0.564 0.192 -0.354
O -7.38 1.656 -1.256 0.122 0.144 -0.405
O 32.553 2.997 25.34 -0.099 -0.368 0.502
O -24.918 3.899 -0.928 0.117 0.156 -0.163
O 16.282 -4.33 25.317 0.058 0.353 0.153
O -6.596 -4.531 -1.29 -0.317 -0.046 -0.393
O 16.58 -0.161 -3.719 0.307 -0.41 -0.162
O 24.012 0.128 25.223 0.062 0.664 0.051
O 16.241 -5.483 -0.412 -0.095 0.067 -0.284
O 1.139 1.513 -2.835 0.024 -0.374 0.085
O 11.842 4.509 -1.737 0.249 -0.148 -0.54
O -0.35 -5.787 -7.097 -0.46 -0.201 -0.347
O 29.94 0.324 22.302 -0.111 0.146 0.223
O -9.265 3.54 -1.042 -0.052 -0.24 0.003
O -16.388 1.391 -6.014 -0.527 0.31 0.22
O -18.179 6.652 -6.074 -0.071 -0.571 0.354
O -20.734 7.118 -6.57 0.004 -0.383 0.224
O 13.367 7.611 -3.246 -0.425 -0.331 -0.506
O -1.296 -5.332 -4.679 0.14 -0.12 0.571
O 3.664 -2.287 -3.214 0.22 0.597 0.168
O 18.356 -5.309 -2.512 0.402 -0.009 0.149
O -14.213 0.473 -4.934 0.201 -0.049 -0.303
O -25.758 -1.095 -4.535 0.013 -0.227 0.162
O 8.563 3.331 -6.092 0.087 0.038 0.506
O -12.765 3.805 -2.327 0.702 0.374 0.253
O 31.55 4.986 24.084 0.235 0.008 -0.152
O 17.905 1.534 -5.251 -0.061 0.592 0.088
O -4.867 -6.491 -1.159 -0.083 -0.243 -0.227
O -31.108 -7.204 23.298 0.096 -0.245 0.101
O -28.331 -3.24 -4.175 -0.099 0.137 0.34
O -11.167 -0.526 24.166 0.053 0.442 -0.303
O -30.71 3.381 -1.453 0.098 -0.486 -0.083
O -3.645 0.457 -5.247 -0.084 -0.379 -0.018
O 26.126 6.952 25.296 0.143 -0.218 0.506
O 0.045 4.743 -1.258 0.031 0.213 -0.036
O 8.972 1.784 -1.353 -0.244 -0.241 -0.288
O -30.593 7.648 -5.405 0.019 0.084 -0.352
O 13.072 -0.931 25.217 0.665 -0.015 0.465
O -7.655 -7.803 -3.573 -0.131 -0.234 -0.181
O 15.161 5.649 -3.083 0.185 -0.34 0.43
O 22.408 0.346 -6.218 -0.121 0.07 0.249
O 18.79 5.109 24.653 0.166 0.195 0.296
O -15.638 -2.267 25.789 -0.123 -0.066 -0.009
O 27.198 0.06 -0.349 -0.078 0.205 -0.674
O -23.325 1.47 26.148 -0.45 -0.001 0.294
O -18.692 5.663 25.132 -0.02 -0.088 0.68
O 10.759 0.043 -0.59 0.053 0.148 -0.186
O 26.448 -5.147 -1.075 -0.18 -0.326 -0.144
O 3.427 6.944 -1.385 -0.212 -0.316 -0.608
O -29.616 5.761 22.237 -0.195 0.15 0.486
O 14.198 -3.006 24.388 0.139 0.198 0.107
O 12.072 -2.061 23.049 -0.421 -0.417 0.165
O -26.566 0.748 -6.117 0.118 -0.441 -0.47
O 5.066 -4.77 -1.451 0.291 0.414 -0.199
O -28.475 -4.421 -1.271 -0.438 0.183 -0.568
O -28.721 5.499 25.282 0.427 0.205 -0.541
O -8.231 -0.426 -5.599 -0.731 -0.025 0.386
O -13.184 -2.185 24.812 0.321 -0.41 0.183
O -13.625 -4.579 -3.579 -0.413 0.374 0.246
O 30.918 -3.243 -6.001 -0.512 0.081 0.3
O -23.168 6.283 -6.309 -0.264 -0.244 -0.453
O 16.245 -3.456 -2.926 0.306 0.286 0.146
O 21.26 -4.287 -0.789 0.591 0.235 -0.006
O 27.785 -2.476 -3.611 0.034 0.065 -0.584
O -19.234 2.98 -0.382 0.13 0.112 -0.207
O 11.026 -5.506 -0.503 0.039 -0.026 -0.112
O -0.669 5.812 -3.661 -0.052 0.546 -0.028
O 20.062 7.034 25.82 -0.509 0.345 0.281
O -21.983 -7.754 25.06 -0.319 0.827 -0.147
O -16.307 -5.436 -0.278 -0.324 -0.268 -0.495
O -16.229 -8.091 21.955 0.11 -0.018 0.732
O 32.546 -7.537 -5.107 -0.373 0.155 0.124
O -15.192 3.783 -1.29 -0.103 -0.103 -0.6
O 0.384 1.91 25.064 0.232 -0.13 -0.308
O -26.042 -3.938 -2.087 -0.15 -0.027 0.093
O 0.61 -7.205 -5.071 0.016 -0.066 0.374
O -26.542 2.14 -1.852 0.045 -0.22 0.154
O 6.498 -6.891 -1.681 0.286 -0.114 -0.438
O 3.498 1.212 -1.62 0.165 -0.149 -0.199
O 22.937 -6.198 -1.467 0.041 -0.065 -0.65
O 16.536 -5.696 -4.186 -0.139 -0.102 -0.192
O -22.718 -7.482 -6.2 -0.432 -0.039 0
O -9.348 4.588 -4.744 0.31 -0.318 -0.215
O 19.463 3.317 -3.357 -0.038 0.338 -0.384
O 28.693 -3.953 -1.648 0.486 0.06 0.068
O -28.39 -5.006 -6.056 0.192 0.316 -0.045
O -5.935 -1.001 25.356 0.022 -0.448 -0.535
O 24.576 -8.101 -0.628 -0.217 0.17 -0.683
O -1.189 1.895 -1.784 -0.46 0.108 -0.166
O -11.897 5.17 -4.375 0.14 0.369 0.17
O -25.127 -1.705 -1.195 0.077 0.425 -0.392
O -26.73 1.844 22.679 0.431 -0.306 -0.032
O 29.957 2.751 -0.436 -0.008 -0.047 -0.504
O 0.26 4.427 25.781 0.005 0.586 0.264
O 13.942 -5.536 25.053 -0.131 -0.331 0.509
O -31.867 0.45 -3.181 0.209 0.414 -0.025
O -11.528 0.743 -1.275 -0.049 -0.079 -0.136
O -18.196 -3.733 -1.11 -0.073 -0.336 -0.363
O 15.871 8.058 -3.891 0.781 -0.3 -0.363
O -3.907 7.377 -6.769 -0.042 -0.143 0.237
O -14.394 5.374 -3.596 -0.249 -0.319 -0.18
O -10.923 5.422 -0.265 0.099 0.079 -0.508
O 5.491 -2.741 22.156 0.116 0.109 0.492
O -29.452 5.257 -2.698 0.073 0.313 0.031
O -10.623 2.84 22.011 0.208 -0.029 0.009
O -31.327 -0.938 -1.121 0.201 0.4 -0.037
O 7.393 4.403 23.212 -0.206 -0.31 0.281
O 1.569 -4.228 -6.291 0.436 -0.171 0.129
O -6.79 5.02 -4.88 -0.02 0.511 -0.103
O -14.13 -7.169 -0.354 -0.017 -0.097 -0.12
O 13.632 -2.701 -3.599 0.082 -0.341 -0.749
O 31.696 -0.738 -6.112 0.6 0.281 -0.223
O -32.406 -5.662 -0.242 0.084 0.019 -0.487
O -18.335 -7.979 25.121 -0.272 0.347 -0.146
O 22.912 2.801 -5.573 0.563 0.374 -0.329
O -5.703 7.671 25.784 -0.241 0.311 0.432
O -20.203 -1.949 -1.192 -0.452 -0.108 -0.496
O 1.189 -3.041 24.732 -0.124 -0.139 -0.299
O 5.442 -6.043 -3.899 0.693 -0.019 -0.184
O -28.359 7.105 -1.254 -0.297 0.607 -0.208
O 9.202 5.848 -6.06 -0.055 0.038 0.036
O -26.973 5.325 -0.134 -0.062 -0.033 -0.225
O -22.937 -7.983 -3.078 0.398 0.439 -0.329
O -4.334 3.458 -1.222 -0.279 -0.419 -0.033
O 3.993 6.687 23.119 -0.222 0.061 -0.063
O -29.863 -2.744 -0.076 0.17 0.151 -0.457
O 2.354 7.309 -6.061 0.189 0.122 -0.145
O 13.575 -0.139 22.019 0.155 0.099 0.219
O -8.497 -5.31 -3.399 0.056 0.246 -0.09
O -9.269 4.936 22.768 0.572 0.265 0.108
O 3.726 -4.434 23.043 -0.037 0.192 0.138
O -23.528 -3.779 -1.221 0.39 0.197 -0.294
O -1.412 -4.808 22.995 -0.068 0.023 0.321
O -21.028 6.266 24.246 -0.182 -0.047 -0.041
O 28.813 -5.94 22.545 0.137 0.389 -0.041
O 2.389 -6.643 23.198 -0.118 0.055 0.215
O 10.757 5.925 -3.868 0.217 0.077 -0.069
O 27.533 -5.344 -3.525 -0.723 0.027 -0.311
O -0.186 3.333 -4.087 0.581 -0.05 -0.221
O -23.204 -0.66 24.761 0.031 -0.269 -0.33
O 18.973 -2.906 -6.876 -0.351 -0.089 -0.43
O -15.419 -0.613 -1.199 0.081 0.399 -0.322
O 18.321 -5.948 25.125 0.016 -0.223 0.243
O -13.612 3.1 -4.683 -0.018 0.14 -0.486
O -4.001 -6.278 -6.505 -0.482 0.14 0.223
O -13.336 2.386 -0.211 -0.256 0.104 0.568
O -17.808 -1.25 -1.858 0.065 0.286 -0.022
O -6.822 6.875 23.422 -0.163 -0.479 0.219
O 4.296 2.426 -6.243 0.566 0.152 -0.172
O -1.33 -0.326 -6.401 0.138 -0.545 0.275
O 2.973 0.51 -5.049 -0.348 -0.129 0.406
O -24.763 3.079 -3.403 -0.105 0.294 -0.093
O 8.602 -2.814 -3.734 0.173 0.087 -0.361
O 14.091 -6.421 -4.195 -0.278 0.44 -0.226
O 24.876 -3.131 -1.078 -0.077 0.093 -0.045
O 9.094 -4.006 23.263 0.242 0.549 0.296
O 27.321 3.451 25.325 -0.182 -0.344 0.328
O 5.053 7.212 25.536 -0.258 0.596 0.193
O -26.202 7.021 -5.513 -0.031 -0.499 -0.069
O -31.555 7.578 -2.964 0.329 0.19 -0.001
O -31.885 -6.789 25.768 -0.13 -0.025 -0.001
O -28.113 -7.597 -5.886 -0.2 0.47 0.422
O -10.399 -7.308 25.473 0.398 0.257 -0.08
O -21.408 -5.337 -7.014 -0.061 -0.455 -0.32
O -16.501 5.658 -0.276 0.035 0.039 -0.425
O -11.824 4.639 23.812 -0.2 -0.292 0.256
O 6.869 -7.374 25.875 0.299 0.283 0.418
O -30.405 -2.539 -5.741 -0.135 -0.029 0.119
O 31.02 -0.891 25.308 0.268 0.076 -0.216
O -15.23 -2.39 23.164 -0.3 -0.272 0.088
O 28.668 6.193 -5.214 0.112 0.218 0.036
O -0.014 -2.8 22.027 0.068 -0.017 0.406
O 2.595 -5.126 25.366 0.105 -0.078 0.205
O 19.922 -0.275 24.792 0.222 -0.137 -0.267
O -1.843 -3.675 -1.344 0.283 0.259 -0.143
O -30.724 -6.213 -6.501 0.005 -0.096 0.21
O 4.096 0.784 23.358 -0.193 -0.105 0.288
O 30.919 0 -3.595 -0.126 -0.433 0.129
O 5.365 1.119 -4.197 -0.055 0.029 0.357
O -7.795 -1.493 -3.332 0.469 -0.049 0.08
O 28.538 0.006 25.776 -0.432 0.08 -0.029
O 17.522 -0.712 -1.328 0.336 0.265 -0.282
O -12.883 6.812 22.93 0.018 0.27 -0.012
O -19.077 -5.421 22.307 0.055 -0.044 0.426
O -2.517 -3.037 -3.778 0.037 0.562 -0.309
O 28.998 -1.419 -1.421 0.209 0.457 -0.013
O 25.529 -1.367 -2.997 -0.007 0.785 0.4
O -10.317 6.618 24.444 -0.132 0.26 -0.408
O -23.117 3.914 -5.291 0.476 0.002 -0.562
O -9.631 4.102 25.12 0.451 -0.127 0.045
O 2.253 3.444 -1.374 0.291 0.058 -0.268
O 10.788 0.188 24.857 -0.019 -0.624 -0.059
O -25.391 -2.247 23.304 0.404 0.391 0.155
O 7.453 0.983 -5.784 -0.499 -0.133 -0.331
O 31.993 -5.519 -6.501 -0.189 -0.017 -0.74
O 12.92 1.622 24.389 -0.412 0.019 -0.143
O 31.822 7.268 -1.211 -0.46 0.113 -0.568
O 23.576 -7.23 -6.598 0.115 -0.16 0.162
O 2.523 3.282 25.995 -0.125 -0.715 0.019
O -11.103 -5.233 -3.336 -0.009 -0.381 -0.819
O 11.345 -5.852 24.97 -0.349 -0.124 -0.238
O 16.327 5.053 25.442 -0.23 0.362 -0.265
O 20.372 -4.785 -5.68 0.375 -0.07 -0.305
O 23.264 4.126 23.032 0.325 -0.019 0.116
O 4.191 -4.166 -5.086 -0.404 0.127 -0.397
O -1.203 0.957 -4.186 -0.03 -0.306 0.057
O 25.945 3.974 -1.552 -0.045 -0.077 0.196
O -21.276 1.29 24.605 0.388 0.051 -0.615
O 0.59 5.406 -5.826 -0.164 0.078 -0.201
O -30.974 -1.033 23.204 -0.214 -0.273 0.267
O 22.782 -1.158 23.235 -0.454 -0.013 0.454
O -26.019 -4.408 -4.98 0.28 0.535 -0.156
O 1.545 -1.583 -1.734 -0.329 0.255 -0.53
O 9.904 -8.113 -5.057 -0.548 -0.056 0.272
O -25.798 -4.433 24.752 -0.102 0.207 0.576
O -4.217 -4.271 -2.334 0.093 0.128 -0.157
O 17.711 2.821 25.443 0.642 -0.119 0.08
O 15.1 1.78 22.84 0.323 0.264 0.079
O -23.077 -0.914 -5.154 0.498 -0.191 0.316
O -12.509 -4.265 -5.944 -0.022 0.59 -0.195
O -11.198 3.328 -6.06 -0.134 -0.107 0.238
O -14.238 1.669 -2.606 -0.529 -0.551 0.119

Results
total energy: -406614.492 eV
total energy less fixed offsets of O -438.25, Si -107.07 eV per atom: -1.692 eV
